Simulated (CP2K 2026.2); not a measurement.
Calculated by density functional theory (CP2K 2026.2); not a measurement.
Periodic cell of 3024 atoms, Si2160O864, from a study of silicon, its oxide and their interface. The atomic structure is a simulated model.
Doubt: the forces sum to 6.15 eV/angstrom along one axis rather than to zero, so they err by at least 0.0020 eV/angstrom per atom on average; the grid cutoff is modest.

Settings: functional PBE; method Gaussian and plane waves; basis set DZVP-MOLOPT-SR-GTH; pseudopotentials GTH-PBE; grid cutoff 300 Ry, relative cutoff 40 Ry; k points Gamma only; occupations fixed; spin none; net charge 0.

Cell vectors (angstrom)
a 97.92 0 0
b 0 16.32 0
c -0.2863 5.4152 33.4827

Atoms: element, x, y, z (angstrom)
Si 1.414 -1.846 -0.017
Si 3.634 1.653 0.054
Si 1.47 3.944 0.202
Si 4.237 6.428 0.005
Si 1.035 -6.574 0.217
Si 3.711 -4.013 0.176
Si 6.561 -1.403 0.189
Si 9.619 0.979 0.072
Si 6.477 4.223 0.105
Si 9.197 7.011 0.045
Si 6.978 9.209 0.092
Si 9.643 -4.408 -0.025
Si 11.866 -1.216 -0.087
Si 14.638 1.646 0.041
Si 12.381 3.8 0.058
Si 14.676 6.549 0.139
Si 12.01 -6.488 0.005
Si 15.039 -4.208 -0.038
Si 2.537 -0.082 1.218
Si 5.298 2.677 1.4
Si 2.679 5.449 1.485
Si 5.345 8.066 1.326
Si 2.601 -5.496 1.565
Si 5.317 -2.868 1.47
Si 7.991 -0.027 1.433
Si 10.776 2.624 1.312
Si 8.064 5.418 1.37
Si 10.846 -8.155 1.269
Si 8.1 -5.506 1.379
Si 10.726 -2.751 1.28
Si 13.472 -0.025 1.224
Si 16.25 2.754 1.313
Si 13.397 5.311 1.553
Si 16.128 -8.193 1.237
Si 13.53 -5.367 1.37
Si 16.256 -2.66 1.252
Si 1.228 1.275 2.702
Si 4.001 4.042 2.823
Si 1.346 6.806 2.853
Si 4.036 9.431 2.764
Si 1.315 -4.112 2.954
Si 3.956 -1.362 2.698
Si 6.691 1.375 2.769
Si 9.442 4.035 2.673
Si 6.706 6.76 2.761
Si 9.503 -6.829 2.723
Si 6.73 -4.183 2.772
Si 9.377 -1.432 2.715
Si 12.157 1.303 2.688
Si 14.929 4.047 2.771
Si 12.076 6.797 2.742
Si 14.837 -6.831 2.677
Si 12.143 -4.02 2.693
Si 14.873 -1.33 2.61
Si -0.069 -0.012 4.182
Si 2.609 2.65 4.107
Si -0.004 5.441 4.23
Si 2.694 8.146 4.202
Si -0.07 -5.462 4.256
Si 2.687 -2.692 4.19
Si 5.332 -0.019 4.092
Si 8.082 2.729 4.089
Si 5.375 5.412 4.158
Si 8.1 -8.176 4.083
Si 5.378 -5.512 4.134
Si 8.062 -2.772 4.112
Si 10.78 -0.043 4.046
Si 13.533 2.663 4.061
Si 10.751 5.413 4.08
Si 13.488 -8.166 4.06
Si 10.824 -5.424 4.068
Si 13.532 -2.676 4.02
Si 1.432 -1.332 16.505
Si 4.153 1.423 16.401
Si 1.402 4.159 16.443
Si 4.149 6.892 16.446
Si 1.411 -6.754 16.507
Si 4.114 -4.013 16.458
Si 6.845 -1.285 16.369
Si 9.539 1.44 16.313
Si 6.874 4.158 16.425
Si 9.53 -9.462 16.287
Si 6.841 -6.695 16.406
Si 9.569 -4.047 16.351
Si 12.271 -1.313 16.251
Si 15.013 1.371 16.181
Si 12.261 4.161 16.194
Si 15 -9.41 16.218
Si 12.256 -6.704 16.281
Si 15.022 -4.005 16.244
Si 2.822 0.098 17.805
Si 5.539 2.752 17.769
Si 2.793 5.517 17.784
Si 5.489 8.308 17.803
Si 2.775 -5.367 17.865
Si 5.497 -2.613 17.764
Si 8.212 0.084 17.709
Si 10.917 2.852 17.59
Si 8.259 5.545 17.771
Si 10.863 -8.066 17.597
Si 8.227 -5.36 17.786
Si 10.986 -2.703 17.654
Si 13.63 0.062 17.568
Si 16.46 2.747 17.402
Si 13.61 5.537 17.514
Si 16.359 -8.012 17.548
Si 13.628 -5.306 17.596
Si 16.385 -2.716 17.668
Si 1.38 1.479 19.065
Si 4.17 4.133 19.083
Si 1.485 6.874 19.201
Si 4.176 -6.651 19.261
Si 1.358 -4.073 19.243
Si 4.224 -1.221 19.184
Si 6.917 1.424 19.172
Si 9.675 4.168 19.103
Si 6.921 6.99 19.099
Si 9.6 -6.772 19.114
Si 6.9 -3.916 19.122
Si 9.663 -1.287 18.939
Si 12.327 1.535 18.876
Si 15.106 4.135 18.632
Si 12.208 -9.441 18.883
Si 14.963 -6.661 18.912
Si 12.334 -4.021 19.095
Si 14.921 -1.358 18.918
Si 0.048 0.053 20.354
Si 2.736 2.821 20.426
Si 0.113 5.5 20.558
Si 2.818 8.274 20.614
Si 0.048 -5.51 20.657
Si 2.704 -2.537 20.411
Si 5.651 0.069 20.661
Si 8.352 2.78 20.481
Si 5.572 5.56 20.323
Si 8.25 8.28 20.611
Si 5.566 -5.211 20.569
Si 8.381 -2.569 20.399
Si 11.017 0.12 20.204
Si 13.801 2.925 20.074
Si 11.01 5.608 20.455
Si 13.546 -8.061 20.157
Si 11.033 -5.464 20.442
Si 13.65 -2.642 20.501
Si 1.629 -0.932 21.754
Si 3.891 1.27 21.694
Si 1.752 4.446 21.871
Si 4.086 6.665 21.748
Si 1.157 -7.119 22.055
Si 4.071 -3.776 21.736
Si 7.443 -1.025 21.903
Si 9.645 1.22 21.723
Si 7.124 4.417 21.605
Si 9.376 6.62 21.901
Si 7.217 -6.295 21.883
Si 9.544 -4.166 21.661
Si 12.543 -0.864 21.654
Si 14.836 1.297 21.386
Si 12.925 4.63 21.412
Si 15.022 -9.476 21.166
Si 12.38 -6.876 21.819
Si 15.403 -3.756 21.65
Si 4.686 6.362 24.672
Si 8.193 -1.763 -4.867
Si 12.768 -7.818 -4.885
Si 18.443 8.145 -4.779
Si 2.879 -5.554 23.88
Si 2.92 6.559 -6.809
Si 5.241 -0.32 25.916
Si 5.027 2.066 -6.048
Si 12.416 -4.884 -4.461
Si 8.293 2.837 -2.039
Si 7.547 5.14 -6.348
Si 6.422 4.012 24.488
Si 5.87 -2.666 23.97
Si 11.805 5.741 -4.88
Si 10.693 -4.32 -6.908
Si 11.204 -3.71 24.262
Si 5.491 7.265 -5.204
Si 13.924 -5.028 23.714
Si 7.953 2.484 -5.026
Si -2.436 -1.47 -4.442
Si 15.113 -4.358 -5.739
Si 11.547 2.937 23.618
Si 3.126 -1.892 -3.956
Si 10.517 5.113 -2.079
Si 4.155 2.113 24.628
Si 13.73 3.224 25.612
Si 11.867 -1.011 24.726
Si 5.855 -6.137 -4.805
Si 21.772 -1.97 26.115
Si 14.477 -1.477 26.293
Si 7.887 -4.572 -6.159
Si 10.062 -6.012 26.06
Si 20.405 3.993 25.863
Si 16.803 -7.844 -2.397
Si 16.607 0.22 -1.933
Si 21.373 -0.094 -2.257
Si 9.419 3.854 25.27
Si 10.908 7.884 24.274
Si 17.937 1.548 -4.423
Si -1.021 5.1 -4.811
Si 12.829 0.724 -7.078
Si 14.946 1.628 -5.141
Si 5.543 -5.257 -1.99
Si 0.131 7.479 -6.42
Si 5.467 -0.512 -4.704
Si 10.056 0.321 -5.931
Si -0.4 4.966 -1.875
Si 15.095 -1.146 -3.975
Si 7.835 -3.109 -2.014
Si 5.878 -5.812 24.508
Si 13.788 -7.843 -2.017
Si 16.919 -3.315 25.844
Si 17.245 -2.647 -5.308
Si 18.222 1.938 25.436
Si 18.037 -1.534 0.201
Si 20.077 1.53 0.011
Si 17.865 3.806 -0.07
Si 20.615 6.409 -0.181
Si 17.254 -6.473 0.03
Si 20.095 -3.868 -0.099
Si 23.121 -1.576 -0.175
Si 26.004 1.112 -0.109
Si 22.928 4.289 0.081
Si 25.371 7.102 0.215
Si 23.275 -7.014 0.217
Si 26.125 -4.746 0.152
Si 28.098 -1.202 0.054
Si 30.957 1.678 -0.084
Si 28.827 4.048 -0.308
Si 30.588 7.472 -0.097
Si 28.414 -6.743 0.417
Si 31.365 -4.362 -0.169
Si 19.151 -0.023 1.519
Si 21.69 2.7 1.265
Si 18.983 5.418 1.214
Si 21.608 -8.248 1.248
Si 18.93 -5.411 1.26
Si 21.782 -2.867 1.266
Si 24.347 -0.018 1.148
Si 27.154 2.842 1.026
Si 24.314 5.5 1.497
Si 27.024 -8.2 1.532
Si 24.505 -5.606 1.593
Si 27 -2.825 1.298
Si 29.789 0.04 1.162
Si 32.634 2.783 1.116
Si 29.812 5.602 1.145
Si 32.422 -8.052 1.173
Si 29.915 -5.333 1.433
Si 32.554 -2.668 1.002
Si 17.596 1.339 2.678
Si 20.312 4.064 2.636
Si 17.597 6.813 2.56
Si 20.282 -6.824 2.58
Si 17.585 -4.056 2.647
Si 20.527 -1.43 2.726
Si 23.061 1.337 2.588
Si 25.816 4.078 2.569
Si 22.917 6.822 2.784
Si 25.78 -6.893 2.976
Si 23.076 -4.152 2.717
Si 25.651 -1.4 2.589
Si 28.466 1.464 2.501
Si 31.265 4.209 2.451
Si 28.465 6.734 2.692
Si 31.241 -6.746 2.708
Si 28.49 -3.989 2.694
Si 31.209 -1.337 2.443
Si 16.225 -0.004 4.017
Si 18.953 2.725 4.01
Si 16.285 5.475 4.025
Si 18.933 -8.159 3.967
Si 16.233 -5.444 4.002
Si 18.999 -2.725 3.997
Si 21.783 0.005 4.05
Si 24.44 2.712 3.919
Si 21.612 5.407 4.069
Si 24.327 -8.22 4.175
Si 21.657 -5.498 3.995
Si 24.377 -2.713 4.04
Si 27.103 0.036 3.853
Si 29.892 2.801 3.829
Si 27.128 5.384 4.021
Si 29.857 -8.162 3.977
Si 27.194 -5.405 4.085
Si 29.894 -2.622 3.939
Si 17.716 -1.327 16.286
Si 20.475 1.424 16.247
Si 17.806 4.167 16.155
Si 20.474 -9.423 16.196
Si 17.762 -6.678 16.25
Si 20.472 -4.012 16.323
Si 23.144 -1.322 16.262
Si 25.82 1.353 16.099
Si 23.092 4.133 16.17
Si 25.797 -9.457 16.107
Si 23.106 -6.706 16.233
Si 25.842 -3.959 16.175
Si 28.57 -1.304 16.076
Si 31.3 1.412 16.063
Si 28.569 4.142 16.022
Si 31.329 -9.466 16.001
Si 28.588 -6.668 16.001
Si 31.291 -4.015 16.116
Si 19.12 0.055 17.584
Si 21.831 2.782 17.646
Si 19.185 5.5 17.541
Si 21.754 -8.051 17.641
Si 19.156 -5.395 17.704
Si 21.844 -2.666 17.725
Si 24.504 0.059 17.595
Si 27.202 2.757 17.319
Si 24.416 5.525 17.493
Si 27.212 -8.015 17.283
Si 24.456 -5.289 17.542
Si 27.206 -2.565 17.512
Si 29.974 0.01 17.405
Si 32.68 2.817 17.34
Si 29.977 5.492 17.319
Si 32.636 -8.114 17.4
Si 29.91 -5.378 17.45
Si 32.637 -2.602 17.443
Si 17.758 1.458 18.86
Si 20.481 4.151 19.023
Si 17.843 -9.354 18.758
Si 20.485 -6.73 19.187
Si 17.808 -4.059 19.067
Si 20.476 -1.225 19.022
Si 23.234 1.439 19.033
Si 25.811 4.058 18.654
Si 23.108 -9.425 18.95
Si 25.924 -6.666 18.686
Si 23.208 -4.037 19.155
Si 25.87 -1.247 18.99
Si 28.588 1.415 18.622
Si 31.347 4.153 18.687
Si 28.605 -9.378 18.513
Si 31.237 -6.836 18.752
Si 28.615 -3.916 18.78
Si 31.324 -1.267 18.873
Si 16.318 0.099 20.06
Si 18.984 2.821 20.337
Si 16.416 5.571 19.862
Si 19.03 -8.166 20.415
Si 16.36 -5.458 20.357
Si 19.18 -2.615 20.414
Si 21.802 0.184 20.43
Si 24.687 2.816 20.324
Si 21.858 5.505 20.448
Si 24.658 -8.027 20.059
Si 21.934 -5.479 20.679
Si 24.603 -2.592 20.495
Si 27.295 0.231 20.151
Si 29.999 2.721 19.909
Si 27.257 5.515 19.662
Si 29.805 -8.191 20.101
Si 27.191 -5.25 20.039
Si 29.986 -2.658 20.23
Si 17.448 -1.356 21.432
Si 20.506 1.729 21.752
Si 17.7 4.49 21.418
Si 20.114 -9.825 21.723
Si 17.182 -7.281 21.64
Si 20.773 -3.717 21.833
Si 22.965 -1.405 21.746
Si 26.554 1.991 21.58
Si 23.696 4.506 21.598
Si 25.944 -9.64 21.107
Si 23.84 -6.673 21.776
Si 25.861 -4.234 21.699
Si 28.767 -1.022 21.397
Si 30.897 1.266 21.523
Si 28.63 4.224 20.923
Si 30.674 -9.884 21.493
Si 28.709 -6.471 21.233
Si 31.117 -4.405 21.365
Si 19.679 -0.973 -4.777
Si 19.733 6.727 24.644
Si 33.308 -5.879 -4.833
Si 33.941 8.141 -3.096
Si 17.823 -7.397 24.555
Si 20.417 3.52 -4.453
Si 18.902 -0.16 23.691
Si 15.565 -6.112 25.981
Si 29.812 1.76 -4.445
Si 23.031 1.631 -4.078
Si 24.861 3.036 -2.172
Si 23.298 -6.557 26.099
Si 19.575 -2.934 24.379
Si 24.135 -3.792 26.112
Si 24.923 -0.294 -5.647
Si 27.139 -7.865 -7.027
Si 27.476 6.269 -4.808
Si 31.391 -6.18 25.446
Si 25.857 5.712 -2.548
Si 16.099 3.092 23.584
Si 35.846 -1.577 -4.397
Si 27.167 2.42 24.421
Si 21.959 -5.261 -2.131
Si 29.535 4.636 -3.241
Si 22.394 3.066 23.805
Si 25.785 -3.097 -4.822
Si 27.915 -2.824 23.626
Si 20.289 6.384 -3.259
Si 31.534 -3.813 -6.31
Si 34.531 -0.216 26.026
Si 21.251 -7.374 -4.417
Si 24.657 5.595 -5.05
Si 30.453 2.484 24.396
Si 36.746 7.048 -3.264
Si 29.856 -2.508 -2.026
Si 39.382 2.249 -4.207
Si 27.468 -8.077 23.407
Si 25.809 5.223 25.15
Si 35.288 2.729 -2.477
Si 13.229 -2.979 -2.381
Si 30.277 7.659 24.271
Si 30.813 -3.72 24.136
Si 25.777 0.416 26.39
Si 14.687 4.449 -4.549
Si 23.252 0.07 24.535
Si 24.776 7.982 24.297
Si 16.368 5.388 -2.006
Si 27.787 0.309 -5.99
Si 24.462 -3.584 -2.081
Si 20.365 -7.12 26.031
Si 32.034 6 -2.184
Si 32.768 4.362 24.296
Si 33.106 -1.984 24.141
Si 31.185 0.034 -2.595
Si 34.227 -1.45 -0.193
Si 36.888 1.264 -0.208
Si 33.822 4.318 -0.257
Si 37.054 6.407 -0.23
Si 33.541 -6.629 -0.297
Si 36.204 -3.962 -0.402
Si 39.063 -1.068 -0.58
Si 42.557 1.149 -0.15
Si 39.348 4.275 -0.013
Si 41.959 6.806 0.406
Si 39.94 -7.313 -0.236
Si 42.847 -4.662 -0.353
Si 44.885 -0.998 -0.211
Si 47.373 1.537 0.021
Si 45.206 3.819 0.028
Si 47.172 7.214 -0.099
Si 44.962 -6.915 0.181
Si 47.847 -4.539 -0.115
Si 35.37 0.067 1.147
Si 38.086 2.721 1.169
Si 35.323 5.495 1.115
Si 38.134 -8.22 1.037
Si 35.198 -5.515 1.016
Si 38.051 -2.82 0.736
Si 40.794 -0.072 0.859
Si 43.57 2.7 1.296
Si 40.633 5.397 1.579
Si 43.545 -8.219 1.463
Si 41.018 -5.563 0.954
Si 43.743 -2.818 0.907
Si 46.228 0.046 1.392
Si 48.974 2.663 1.35
Si 46.232 5.518 1.267
Si 48.912 -8.142 1.248
Si 46.334 -5.504 1.391
Si 48.863 -2.761 1.159
Si 33.96 1.389 2.481
Si 36.645 4.072 2.494
Si 33.925 6.888 2.427
Si 36.7 -6.81 2.321
Si 33.916 -4.062 2.411
Si 36.781 -1.426 2.329
Si 39.503 1.289 2.396
Si 42.166 4.017 2.658
Si 39.269 6.851 2.707
Si 42.162 -6.772 2.629
Si 39.496 -4.125 2.175
Si 42.19 -1.47 2.252
Si 44.868 1.383 2.722
Si 47.625 4.134 2.612
Si 44.893 6.729 2.747
Si 47.661 -6.843 2.747
Si 44.958 -4.021 2.553
Si 47.606 -1.385 2.607
Si 32.591 0.012 3.806
Si 35.319 2.716 3.861
Si 32.633 5.504 3.847
Si 35.332 -8.103 3.777
Si 32.641 -5.357 3.93
Si 35.358 -2.719 3.728
Si 38.11 -0.059 3.744
Si 40.778 2.62 3.894
Si 37.937 5.421 3.948
Si 40.752 -8.125 3.95
Si 38.094 -5.42 3.653
Si 40.803 -2.768 3.674
Si 43.444 -0.094 3.838
Si 46.255 2.771 4.001
Si 43.494 5.385 4.031
Si 46.253 -8.188 4.05
Si 43.552 -5.386 3.91
Si 46.254 -2.712 3.986
Si 34.014 -1.267 16.111
Si 36.685 1.421 16.138
Si 34.051 4.171 16.054
Si 36.673 -9.473 16.182
Si 34.008 -6.718 16.117
Si 36.683 -4.021 16.14
Si 39.382 -1.314 16.148
Si 42.05 1.391 16.139
Si 39.371 4.118 16.169
Si 42.054 -9.54 16.138
Si 39.361 -6.769 16.153
Si 42.045 -4.099 16.149
Si 44.8 -1.321 16.134
Si 47.535 1.326 16.203
Si 44.81 4.09 16.183
Si 47.492 -9.554 16.211
Si 44.786 -6.821 16.157
Si 47.497 -4.109 16.132
Si 35.341 0.086 17.526
Si 38.003 2.779 17.536
Si 35.311 5.493 17.556
Si 38.036 -8.118 17.552
Si 35.355 -5.377 17.526
Si 38.005 -2.636 17.512
Si 40.685 0.074 17.534
Si 43.431 2.715 17.487
Si 40.71 5.465 17.561
Si 43.408 -8.196 17.477
Si 40.67 -5.424 17.559
Si 43.4 -2.68 17.416
Si 46.155 -0.012 17.562
Si 48.909 2.649 17.581
Si 46.144 5.426 17.608
Si 48.805 -8.173 17.579
Si 46.166 -5.478 17.503
Si 48.816 -2.723 17.473
Si 33.94 1.506 18.789
Si 36.67 4.129 18.944
Si 33.907 -9.429 18.869
Si 36.678 -6.767 18.93
Si 34.003 -3.917 18.793
Si 36.738 -1.214 18.924
Si 39.325 1.44 18.945
Si 42.12 4.087 18.856
Si 39.342 -9.502 18.96
Si 42.025 -6.887 18.832
Si 39.284 -4.014 18.903
Si 42.06 -1.339 18.8
Si 44.742 1.348 18.874
Si 47.519 3.977 18.902
Si 44.73 -9.495 18.921
Si 47.406 -6.865 18.982
Si 44.798 -4.018 18.704
Si 47.528 -1.391 18.913
Si 32.599 0.242 20.21
Si 35.212 2.812 20.247
Si 32.47 5.558 20.189
Si 35.324 -8.166 20.279
Si 32.631 -5.404 19.958
Si 35.31 -2.515 20.219
Si 37.961 0.189 20.444
Si 40.77 2.779 20.223
Si 38.004 5.464 20.38
Si 40.738 -8.21 20.352
Si 37.949 -5.352 20.344
Si 40.604 -2.537 20.18
Si 43.429 -0.083 20.207
Si 46.086 2.673 20.267
Si 43.437 5.412 20.272
Si 45.938 -8.135 20.415
Si 43.385 -5.356 19.926
Si 46.114 -2.775 20.187
Si 34.175 -0.872 21.482
Si 36.319 1.4 21.758
Si 33.986 4.385 21.484
Si 36.327 -9.795 21.707
Si 34.138 -6.471 21.333
Si 36.322 -4.126 21.575
Si 39.632 -0.956 21.66
Si 41.934 1.171 21.461
Si 39.662 4.303 21.616
Si 41.912 -9.822 21.678
Si 39.595 -6.527 21.545
Si 41.796 -4.216 21.175
Si 44.932 -1.307 21.566
Si 47.083 1.014 21.579
Si 45.021 4.295 21.617
Si 47.226 -9.816 21.477
Si 44.67 -6.376 21.559
Si 47.126 -4.393 21.544
Si 34.012 6.847 25.424
Si 33.898 0.164 -2.967
Si 45.496 1.682 25.914
Si -46.398 7.894 -1.799
Si 35.565 -3.978 24.44
Si 40.272 -6.825 24.496
Si 36.897 -2.035 26.14
Si 41.961 -6.985 -4.423
Si 44.658 3.243 -6.901
Si 41.395 3.168 -2.232
Si 38.575 3.038 -6.936
Si 36.829 6.249 24.706
Si 37.843 3.254 23.92
Si 46.381 7.408 -5.365
Si 41.013 -2.277 -5.382
Si 44.467 -2.781 24.355
Si 42.139 -2.391 26.104
Si 47.383 -3.624 24.535
Si 44.082 7.347 -3.625
Si 28.912 -2.446 -5.059
Si 46.819 -0.162 -2.427
Si 43.484 2.64 23.813
Si 35.514 -4.36 -3.352
Si 48.474 -6.978 -4.884
Si 34.289 -2.644 -6.835
Si 47.935 1.192 24.443
Si -48.401 -1.552 24.383
Si 37.721 -5.684 -5.168
Si -44.221 0.642 -4.731
Si -45.55 7.706 -4.705
Si 39.066 1.33 26.133
Si 39.589 -1.338 24.71
Si -45.529 2.615 25.797
Si -46.925 -6.732 -6.48
Si 46.113 1.376 -4.903
Si -43.311 0.557 -1.897
Si 42.483 4.5 25.924
Si 48.908 8.104 23.634
Si -46.15 5.44 -6.06
Si 31.868 2.24 -6.578
Si 42.329 7.201 24.612
Si 48.704 2.526 -5.707
Si 39.263 -7.308 -3.258
Si 34.093 -6.575 24.296
Si 38.853 -0.799 -3.664
Si 43.408 5.229 -1.728
Si 37.127 4.114 -4.487
Si 45.535 -1.162 -6.304
Si 42.507 -4.143 -3.394
Si 42.843 -5.174 23.633
Si -48.741 5.824 -1.9
Si 47.252 -6.594 25.684
Si -48.075 3.468 24.58
Si 47.785 -4.446 -3.127
Si 50.463 -1.606 -0.122
Si 52.654 1.734 -0.039
Si 50.467 3.905 0.093
Si 53.489 6.618 0.081
Si 50.228 -6.532 0.178
Si 52.711 12.462 0.095
Si 55.81 -1.437 0.001
Si 58.916 1.137 -0.027
Si 55.622 4.434 0.341
Si -39.868 7.092 0.091
Si 56.202 9.647 0.031
Si -38.755 12.226 0.286
Si -36.743 -1.074 0.13
Si -34.111 1.74 0.027
Si -36.207 4.117 -0.084
Si -33.797 6.794 0.316
Si -36.875 9.701 0.183
Si -33.673 11.811 0.222
Si 51.587 0.044 1.206
Si 54.332 2.759 1.329
Si 51.76 5.485 1.295
Si 54.547 8.358 1.288
Si 51.675 10.961 1.53
Si 54.425 -2.759 1.322
Si 57.204 0.037 1.258
Si -37.907 2.865 1.176
Si -40.825 5.627 1.634
Si -38.085 8.09 1.351
Si -40.558 11.093 1.41
Si -37.751 -2.585 1.653
Si -35.207 0.147 1.39
Si -32.476 2.799 1.362
Si -35.252 5.491 1.553
Si -32.328 8.057 1.601
Si -35.214 10.698 1.546
Si -32.533 -2.826 1.441
Si 50.303 1.316 2.705
Si 53.029 4.113 2.74
Si 50.326 6.824 2.592
Si 53.105 9.556 2.711
Si 50.236 12.338 2.715
Si 53.04 -1.298 2.583
Si 55.8 1.394 2.611
Si -39.334 4.117 2.659
Si -42.173 7.02 2.87
Si -39.332 9.564 2.758
Si -42.098 12.28 2.72
Si -39.394 -1.305 2.753
Si -36.63 1.491 2.709
Si -33.824 4.103 2.814
Si -36.717 6.798 2.798
Si -33.848 9.356 2.9
Si -36.463 12.219 2.892
Si -33.878 -1.341 2.724
Si 48.948 -0.045 4.018
Si 51.672 2.71 4.044
Si 48.995 5.453 3.991
Si 51.686 8.173 3.996
Si 48.965 10.902 4.071
Si 51.678 -2.638 4.001
Si 54.434 0.018 3.978
Si -40.744 2.745 3.991
Si -43.526 5.502 4.086
Si -40.72 8.273 4.176
Si -43.455 10.902 4.072
Si -40.753 -2.687 4.093
Si -38.007 0.08 4.066
Si -35.239 2.74 4.139
Si -38.031 5.409 4.132
Si -35.3 8.078 4.199
Si -37.951 10.877 4.143
Si -35.169 -2.692 4.191
Si 50.251 -1.352 16.231
Si 52.935 1.339 16.273
Si 50.252 4.053 16.255
Si 52.971 6.739 16.297
Si 50.214 9.483 16.234
Si 52.928 -4.148 16.222
Si 55.69 -1.429 16.256
Si -39.552 1.232 16.242
Si -42.278 4.016 16.287
Si -39.594 6.68 16.244
Si -42.229 9.438 16.282
Si -39.535 -4.199 16.302
Si -36.771 -1.499 16.307
Si -34.067 1.141 16.292
Si -36.835 3.937 16.231
Si -34.036 6.655 16.285
Si -36.785 9.458 16.264
Si -34.06 -4.188 16.313
Si 51.586 0.001 17.659
Si 54.279 2.677 17.666
Si 51.594 5.393 17.665
Si 54.352 8.085 17.662
Si 51.572 10.826 17.606
Si 54.317 -2.819 17.551
Si 57.03 -0.091 17.655
Si -38.217 2.584 17.58
Si -40.943 5.346 17.681
Si -38.221 8.077 17.493
Si -40.885 10.754 17.698
Si -38.153 -2.863 17.636
Si -35.428 -0.177 17.71
Si -32.648 2.426 17.608
Si -35.45 5.263 17.549
Si -32.649 8 17.617
Si -35.454 10.816 17.664
Si -32.723 -2.877 17.722
Si 50.226 1.366 19.083
Si 52.935 4.027 19.088
Si 50.188 -9.502 18.927
Si 52.989 9.484 18.973
Si 50.085 -4.113 18.825
Si 52.99 -1.446 18.886
Si 55.622 1.264 18.998
Si -39.619 3.867 18.962
Si 55.665 6.724 19.113
Si -39.494 9.317 19.011
Si 55.618 -4.16 18.98
Si 58.431 -1.481 18.965
Si -36.882 1.225 18.936
Si -34.096 3.767 18.778
Si -36.909 6.663 18.752
Si -34.052 9.381 18.873
Si -36.875 -4.217 19.084
Si -34.125 -1.604 19.114
Si 48.823 -0.05 20.376
Si 51.621 2.687 20.545
Si 48.851 5.385 20.216
Si 51.56 -8.138 20.291
Si 48.783 -5.454 20.266
Si 51.483 -2.759 20.078
Si 54.348 -0.185 20.341
Si 56.908 2.592 20.441
Si 54.22 5.437 20.495
Si 57.151 7.983 20.489
Si 54.298 10.826 20.425
Si 57.067 -2.85 20.273
Si 59.711 -0.081 20.356
Si -35.438 2.514 20.219
Si -38.188 5.277 20.119
Si -35.509 7.991 20.016
Si -38.157 10.611 20.433
Si -35.568 -2.871 20.511
Si 50.479 -1.25 21.559
Si 52.797 0.916 21.707
Si 50.427 4.413 21.709
Si 52.629 -9.621 21.765
Si 50.458 -6.483 21.534
Si 52.59 -4.206 21.488
Si 56.019 -1.293 21.667
Si 58.149 1.043 21.716
Si 55.736 4.182 21.786
Si 58.244 6.167 21.713
Si 55.946 9.614 21.678
Si 58.12 -4.488 21.58
Si 61.21 -1.138 21.815
Si -34.383 0.977 21.624
Si -36.471 4.263 21.323
Si -34.261 6.378 21.036
Si -36.525 9.317 21.614
Si -34.404 -4.644 21.587
Si -41.815 -4.791 -2.582
Si -41.027 2.558 -1.663
Si -32.843 -7.993 -5.945
Si -30.882 -7.863 -2.369
Si -44.225 -5.163 25.307
Si 45.212 -3.589 -4.742
Si -44.408 -6.166 -5.147
Si -41.303 5.543 -6.542
Si -32.267 -1.552 -2.743
Si -40.328 3.753 -4.267
Si -42.991 4.001 24.826
Si -42.749 6.691 26.159
Si -43.858 -2.52 23.712
Si -30.257 -1.877 24.813
Si -41.613 -5.692 -5.448
Si -38.55 6.594 -7.039
Si -40.353 7.898 -5.155
Si -35.136 -3.57 24.034
Si -36.415 6.052 -2.716
Si -48.042 6.322 25.883
Si -36.507 -2.83 -4.677
Si -38.684 2.242 24.489
Si -48.583 -1.823 -3.08
Si -39.345 6.426 -2.853
Si -41.438 1.59 25.814
Si -36.177 1.38 26.103
Si -37.957 -3.121 23.688
Si -43.942 0.423 24.527
Si -32.149 -3.544 -4.883
Si -34.209 -0.929 25.124
Si -38.721 -0.964 -4.128
Si -39.678 1.292 -5.855
Si -32.625 1.398 23.966
Si -28.522 6.707 -2.876
Si -33.48 1.01 -2.942
Si -26.734 1.76 -3.867
Si -37.797 4.998 23.788
Si -36.94 2.066 -6.542
Si -31.985 3.533 -4.019
Si 43.777 6.142 -6.212
Si -36.206 7.6 24.18
Si -34.012 5.761 -6.979
Si -44.553 -4.133 -2.852
Si -48.863 6.38 -4.824
Si -46.002 -2.001 -4.711
Si -36.408 4.74 -5.571
Si -46.368 2.415 -5.499
Si -35.983 0.056 -4.577
Si -39.925 -2.658 -1.914
Si -43.813 -7.77 23.919
Si -35.084 -7.736 -1.801
Si -32.327 5.119 24.737
Si -33.116 -6.217 -3.63
Si -35.1 -2.819 -1.994
Si -30.901 -1.778 0.109
Si -28.707 1.509 0.288
Si -30.704 3.905 0.225
Si -27.789 6.185 0.162
Si -31.31 9.744 0.314
Si -28.599 12.382 0.212
Si -25.372 -1.418 0.642
Si -23.562 1.673 0.337
Si -25.672 3.955 0.621
Si -23.271 7.087 0.207
Si -25.429 9.382 0.072
Si -23.305 12.637 0.175
Si -20.149 -1.399 0.492
Si -17.969 1.593 0.172
Si -20.056 3.959 0.274
Si -17.712 6.886 0.179
Si -19.98 9.118 0.158
Si -17.958 12.661 0.155
Si -29.892 -0.097 1.486
Si -27.122 2.547 1.736
Si -29.52 5.353 1.588
Si -26.962 8.081 1.37
Si -29.756 10.888 1.602
Si -27.063 -2.742 1.558
Si -24.239 0.066 1.949
Si -21.731 2.755 1.458
Si -24.293 5.493 1.663
Si -21.627 8.133 1.529
Si -24.335 10.932 1.468
Si -21.678 -2.734 1.608
Si -18.909 0.081 1.722
Si -16.294 2.661 1.49
Si -18.877 5.426 1.625
Si -16.09 8.08 1.387
Si -18.94 10.874 1.392
Si -16.282 -2.73 1.532
Si -31.236 1.331 2.8
Si -28.384 3.977 3.069
Si -30.952 6.722 2.898
Si -28.373 9.408 2.799
Si -31.178 12.215 2.921
Si -28.462 -1.383 2.892
Si -25.766 1.293 3.154
Si -22.945 4.098 2.967
Si -25.697 6.835 2.952
Si -22.962 9.565 2.863
Si -25.721 12.192 2.91
Si -22.875 -1.379 3.114
Si -20.389 1.407 2.945
Si -17.554 4.042 2.949
Si -20.307 6.76 2.927
Si -17.495 9.517 2.747
Si -20.305 12.152 2.879
Si -17.543 -1.347 2.985
Si -32.557 -0.03 4.175
Si -29.86 2.624 4.268
Si -32.449 5.408 4.198
Si -29.702 8.12 4.265
Si -32.535 10.81 4.23
Si -29.813 -2.747 4.259
Si -27.144 -0.101 4.379
Si -24.345 2.738 4.342
Si -27.025 5.42 4.33
Si -24.321 8.191 4.269
Si -27.065 10.79 4.229
Si -24.363 -2.767 4.307
Si -21.572 0.007 4.423
Si -18.975 2.722 4.302
Si -21.615 5.422 4.352
Si -18.897 8.167 4.184
Si -21.635 10.85 4.301
Si -18.949 -2.763 4.25
Si -31.325 -1.487 16.428
Si -28.573 1.174 16.475
Si -31.276 3.914 16.39
Si -28.518 6.65 16.448
Si -31.27 9.396 16.351
Si -28.565 -4.228 16.459
Si -25.808 -1.512 16.526
Si -23.02 1.262 16.613
Si -25.806 3.973 16.532
Si -23.078 6.722 16.574
Si -25.82 9.399 16.602
Si -23.102 -4.209 16.673
Si -20.327 -1.449 16.651
Si -17.565 1.283 16.64
Si -20.305 3.992 16.581
Si -17.623 6.748 16.655
Si -20.388 9.423 16.638
Si -17.639 -4.124 16.671
Si -29.987 -0.162 17.854
Si -27.207 2.549 17.798
Si -29.89 5.266 17.754
Si -27.206 7.972 17.895
Si -29.941 10.711 17.786
Si -27.215 -2.889 17.837
Si -24.425 -0.161 17.878
Si -21.581 2.602 17.977
Si -24.431 5.341 17.902
Si -21.748 8.046 18.015
Si -24.499 10.738 18.058
Si -21.717 -2.814 18.009
Si -18.917 -0.104 18.005
Si -16.16 2.631 18.002
Si -19.016 5.37 17.989
Si -16.266 8.146 17.997
Si -19.054 10.806 17.99
Si -16.235 -2.763 18.027
Si -31.428 1.16 19.206
Si -28.665 3.792 19.15
Si -31.292 6.661 19.007
Si -28.624 9.334 19.198
Si -31.367 -4.254 19.072
Si -28.617 -1.581 19.165
Si -25.78 1.245 19.139
Si -22.954 4.041 19.211
Si -25.874 6.581 19.302
Si -23.138 9.323 19.441
Si -25.959 -4.194 19.345
Si -23.121 -1.479 19.346
Si -20.231 1.219 19.42
Si -17.593 4.005 19.259
Si -20.408 6.683 19.418
Si -17.729 9.445 19.357
Si -20.39 -4.177 19.409
Si -17.532 -1.368 19.452
Si -32.763 -0.325 20.544
Si -30.153 2.59 20.616
Si -32.717 5.107 20.011
Si -30.022 7.981 20.541
Si -32.737 10.649 20.342
Si -29.979 -3.037 20.515
Si -27.25 -0.074 20.383
Si -24.259 2.552 20.384
Si -27.196 4.998 20.508
Si -24.543 7.878 20.797
Si -27.311 10.63 20.665
Si -24.586 -2.777 20.691
Si -21.727 -0.152 20.733
Si -18.755 2.605 20.746
Si -21.728 5.298 20.843
Si -19.063 8.051 20.777
Si -21.825 10.809 20.792
Si -18.921 -2.846 20.73
Si -31.038 -1.446 21.844
Si -28.872 0.937 21.702
Si -31.434 4.308 21.795
Si -28.873 6.204 21.589
Si -31.352 9.483 21.848
Si -29.034 -4.705 21.923
Si -26.014 -1.288 21.892
Si -22.751 1.582 21.949
Si -25.532 3.77 21.838
Si -23.527 6.203 22.193
Si -25.786 9.453 22.059
Si -23.631 -4.483 22.018
Si -20.295 -1.489 22.008
Si -16.932 1.786 22.138
Si -20.394 3.687 22.002
Si -17.343 6.835 21.88
Si -20.506 9.396 22.14
Si -17.299 -3.933 22.078
Si -27.501 -0.866 -5.368
Si -29.611 0.037 -6.969
Si -20.255 -6.361 -2.796
Si -17.724 -4.505 -2.831
Si -33.117 7.734 23.548
Si -29.183 2.969 -7.003
Si -30.241 7.228 -6.354
Si -24.434 -6.551 26.05
Si -17.926 0.118 -2.634
Si -26.783 0.123 -1.566
Si -24.068 2.42 -5.244
Si -23.765 -2.305 -4.732
Si -27.646 -3.002 23.942
Si -20.569 -7.477 -5.461
Si -29.827 -4.803 -6.746
Si -25.542 -3.823 26.195
Si -20.598 4.985 -4.51
Si -18.479 -5.709 24.318
Si -20.522 -1.535 -3.161
Si -33.806 3.14 26.157
Si -21.806 0.377 -1.656
Si -18.843 -5.264 -6.733
Si -26.839 -5.095 -2.123
Si -21.771 5.351 -1.91
Si -29.588 2.075 24.163
Si -18.428 -0.056 23.964
Si -22.071 -2.971 24.229
Si -27.255 7.5 -5.252
Si -16.983 -1.714 25.913
Si -14.975 -4.15 -3.852
Si -24.823 -4.437 -6.726
Si -22.028 2.823 -3.122
Si -12.521 1.993 24.989
Si -13.598 -6.667 -2.722
Si -14.161 -2.392 -6.29
Si -11.174 1.865 -4.132
Si -25.148 1.253 23.629
Si -18.691 5.131 24.196
Si -18.054 1.597 -5.411
Si -31.532 4.504 -6.824
Si -22.457 8.105 24.286
Si -20.441 -4.528 26.396
Si -27.259 -5.765 -5.153
Si -28.989 3.79 -4.073
Si -23.024 -0.146 -6.691
Si -26.74 -8.065 24.916
Si -32.165 5.625 -1.878
Si -25.937 5.219 25.601
Si -26.296 -2.304 -3.24
Si -28.241 4.89 24.117
Si -17.567 4.517 -4.55
Si -20.677 6.564 26.092
Si -23.148 -7.009 -6.948
Si -22.013 -3.937 -2.661
Si -14.593 -1.604 0.363
Si -12.581 1.474 0.354
Si -14.642 3.785 0.256
Si -12.111 6.664 0.484
Si -14.28 8.923 0.042
Si -12.36 12.487 0.363
Si -9.4 -1.498 0.223
Si -6.64 1.247 0.326
Si -9.879 4.514 0.067
Si -7.02 7.138 0.128
Si -9.263 -7.02 0.26
Si -7.339 -3.889 0.028
Si -4.504 -1.063 0.205
Si -1.859 1.594 0.233
Si -3.991 3.914 0.384
Si -1.564 6.773 0.402
Si -3.47 -7.073 -0.079
Si -1.095 -4.256 0.185
Si -13.628 -0.016 1.782
Si -10.883 2.759 1.4
Si -13.544 5.301 1.68
Si -10.784 8.156 1.648
Si -13.482 10.727 1.447
Si -10.866 -2.642 1.662
Si -8.196 0.009 1.547
Si -5.529 2.762 1.677
Si -8.207 5.53 1.44
Si -5.37 8.313 1.288
Si -8.199 -5.424 1.577
Si -5.626 -2.772 1.349
Si -2.844 -0.056 1.531
Si -0.154 2.724 1.428
Si -2.773 5.348 1.734
Si -0.041 8.132 1.528
Si -2.705 -5.42 1.399
Si -0.009 -2.77 1.586
Si -15.031 1.342 3.013
Si -12.16 3.982 2.983
Si -14.906 6.739 2.925
Si -12.166 9.515 2.956
Si -14.919 12.117 2.817
Si -12.195 -1.332 3.054
Si -9.55 1.411 2.842
Si -6.92 4.155 2.889
Si -9.445 6.801 2.977
Si -6.706 -6.747 2.818
Si -9.543 12.239 2.963
Si -6.857 -1.411 2.873
Si -4.129 1.348 2.948
Si -1.364 4.015 2.977
Si -4.184 6.867 2.825
Si -1.411 -6.794 2.858
Si -4.163 -4.083 2.71
Si -1.422 -1.385 2.839
Si -16.277 -0.029 4.418
Si -13.578 2.675 4.326
Si -16.241 5.411 4.325
Si -13.543 8.121 4.273
Si -16.241 10.824 4.254
Si -13.584 -2.799 4.254
Si -10.835 0.06 4.321
Si -8.207 2.74 4.253
Si -10.83 5.414 4.307
Si -8.067 8.2 4.243
Si -10.863 10.877 4.335
Si -8.169 -2.729 4.297
Si -5.49 -0.045 4.25
Si -2.75 2.681 4.302
Si -5.507 5.497 4.223
Si -2.783 8.17 4.207
Si -5.415 -5.405 4.217
Si -2.799 -2.755 4.149
Si -14.915 -1.427 16.582
Si -12.155 1.351 16.546
Si -14.856 4.046 16.631
Si -12.143 6.789 16.572
Si -14.899 9.48 16.612
Si -12.151 -4.147 16.611
Si -9.453 -1.329 16.533
Si -6.74 1.377 16.548
Si -9.428 4.1 16.551
Si -6.748 6.821 16.548
Si -9.47 9.513 16.579
Si -6.723 -4.056 16.475
Si -4.033 -1.303 16.477
Si -1.332 1.391 16.476
Si -4.018 4.118 16.528
Si -1.296 6.815 16.509
Si -4.009 9.528 16.515
Si -1.307 -4.091 16.458
Si -13.526 -0.038 17.858
Si -10.76 2.702 17.889
Si -13.467 5.44 17.955
Si -10.82 8.144 17.978
Si -13.492 10.772 17.992
Si -10.758 -2.73 17.887
Si -8.129 0.046 17.927
Si -5.371 2.756 17.883
Si -8.141 5.521 17.938
Si -5.338 8.147 17.889
Si -8.043 -5.427 17.839
Si -5.414 -2.64 17.816
Si -2.675 0.031 17.863
Si 0.004 2.815 17.778
Si -2.643 5.465 17.907
Si 0.05 -8.133 17.869
Si -2.638 -5.433 17.866
Si 0.041 -2.745 17.816
Si -14.698 1.298 19.371
Si -12.026 4.091 19.26
Si -14.794 6.843 19.302
Si -12.138 9.439 19.437
Si -14.873 -4.209 19.308
Si -12.224 -1.434 19.183
Si -9.497 1.364 19.355
Si -6.77 4.127 19.2
Si -9.484 6.857 19.416
Si -6.704 9.523 19.197
Si -9.299 -4.015 19.211
Si -6.741 -1.297 19.242
Si -3.984 1.428 19.257
Si -1.285 4.109 19.278
Si -3.993 6.8 19.298
Si -1.34 -6.839 19.284
Si -4.026 -3.988 19.104
Si -1.324 -1.408 19.16
Si -16.035 0.002 20.83
Si -13.209 2.682 20.666
Si -16.17 5.392 20.482
Si -13.496 8.075 20.915
Si -16.311 10.795 20.645
Si -13.468 -2.839 20.595
Si -10.92 -0.136 20.593
Si -8.152 2.874 20.626
Si -10.829 5.412 20.804
Si -8.028 8.267 20.678
Si -10.645 -5.395 20.51
Si -7.962 -2.672 20.692
Si -5.446 0.122 20.569
Si -2.618 2.763 20.709
Si -5.371 5.408 20.588
Si -2.72 -8.174 20.758
Si -5.337 -5.362 20.428
Si -2.743 -2.702 20.568
Si -14.952 -1.756 22.02
Si -11.77 1.396 22.176
Si -14.742 4.052 21.759
Si -12.539 6.265 22.217
Si -15.267 9.216 21.998
Si -11.782 -3.896 21.838
Si -9.682 -1.623 21.881
Si -6.596 1.725 21.874
Si -9.125 4.439 22.158
Si -6.85 6.644 21.897
Si -9.027 10.025 21.914
Si -6.654 -4.198 21.959
Si -3.914 -1.044 21.845
Si -1.478 1.016 21.83
Si -4.295 3.84 21.981
Si -1.057 6.952 21.962
Si -3.976 -6.499 21.91
Si -1.652 -4.394 21.8
Si -12.887 -0.527 -4.238
Si -12.076 4.655 -4.911
Si -1.703 -6.576 -5.607
Si 1.174 -7.331 -2.677
Si -16.85 -0.8 -6.723
Si -14.077 6.866 -4.055
Si -6.655 -5.651 -5.63
Si -12.615 -4.67 24.705
Si -4.781 -2.056 -2.567
Si -7.846 3.179 -1.936
Si -9.05 -7.057 24.739
Si -6.787 -4.128 -2.958
Si -11.449 -5.989 -7.049
Si -3.645 6.593 -4.152
Si -10.264 -5.384 -4.708
Si -4.41 7.103 26.112
Si -9.992 6.048 -6.871
Si -1.66 -2.946 24.339
Si -9.069 -7.467 -6.072
Si -18.759 -2.632 -5.027
Si 1.178 -0.271 -5.948
Si -2.634 5.36 24.217
Si -15.248 -1.308 -2.59
Si -5.569 5.349 -1.958
Si -10.168 4.008 25.166
Si -1.162 -1.85 -6.908
Si -4.738 -2.834 24.149
Si -15.939 6.476 -6.433
Si 1.432 -4.444 -3.979
Si -0.201 -0.382 24.033
Si -4.403 -7.606 -6.371
Si -5.972 -7.738 24.085
Si 2.26 4.277 24.823
Si 3.328 6.746 -3.009
Si -1.45 2.152 -2.505
Si 4.589 -0.184 -1.976
Si -9.006 0.737 23.583
Si -8.446 1.302 -4.396
Si 3.022 4.215 -4.789
Si -15.782 -6.614 24.874
Si -5.969 0.413 -5.543
Si -3.401 1.392 -4.615
Si -10.975 -5.468 -1.854
Si -13.368 -7.458 26.028
Si -8.536 -3.792 -6.896
Si -11.103 6.928 25.069
Si -16.08 5.378 -2.094
Si -7.234 -1.344 -3.766
Si -11.173 -0.073 -1.937
Si -14.105 -2.019 24.947
Si -2.081 -7.325 -2.819
Si 0.451 2.479 -4.74
Si 0.128 -4.531 -6.788
Si -0.514 -2.675 -2.257
Si 1.308 -1.356 5.544
Si 4 1.338 5.485
Si 1.336 4.041 5.544
Si 4.043 6.776 5.54
Si 1.328 9.505 5.566
Si 4.054 -4.091 5.498
Si 6.714 -1.374 5.45
Si 9.45 1.346 5.418
Si 6.751 4.073 5.496
Si 9.43 6.781 5.46
Si 6.761 -6.83 5.486
Si 9.459 -4.095 5.455
Si 12.174 -1.351 5.415
Si 14.893 1.337 5.421
Si 12.175 4.067 5.395
Si 14.895 6.81 5.385
Si 12.172 -6.784 5.43
Si 14.889 -4.065 5.364
Si 17.627 -1.356 5.345
Si 20.346 1.365 5.34
Si 17.625 4.101 5.384
Si 20.277 6.814 5.377
Si 17.6 -6.796 5.356
Si 20.325 -4.104 5.355
Si 23.089 -1.344 5.423
Si 25.787 1.363 5.291
Si 23.07 4.06 5.323
Si 25.772 6.74 5.396
Si 23.003 -6.785 5.431
Si 25.791 -4.038 5.369
Si 28.505 -1.267 5.253
Si 31.247 1.402 5.176
Si 28.554 4.068 5.306
Si 31.276 6.817 5.267
Si 28.551 -6.792 5.369
Si 31.257 -4.015 5.266
Si 34.002 -1.348 5.129
Si 36.734 1.324 5.136
Si 33.972 4.11 5.205
Si 36.608 6.839 5.233
Si 34.02 -6.751 5.211
Si 36.73 -4.079 5.086
Si 39.463 -1.406 5.114
Si 42.126 1.271 5.252
Si 39.398 4.047 5.206
Si 42.115 6.807 5.29
Si 39.375 -6.726 5.196
Si 42.125 -4.048 5.194
Si 44.832 -1.365 5.273
Si 47.586 1.36 5.335
Si 44.874 4.066 5.378
Si 47.624 6.783 5.377
Si 44.865 -6.776 5.31
Si 47.573 12.245 5.381
Si 50.324 -1.343 5.402
Si 53.069 1.358 5.368
Si 50.308 4.075 5.377
Si -44.917 6.819 5.419
Si 50.349 9.537 5.38
Si -44.873 12.283 5.354
Si -42.149 -1.331 5.399
Si -39.406 1.394 5.417
Si -42.116 4.105 5.371
Si -39.397 6.798 5.465
Si -42.128 9.579 5.494
Si -39.384 12.241 5.439
Si -36.651 -1.335 5.438
Si -33.937 1.327 5.518
Si -36.636 4.074 5.489
Si -33.894 6.731 5.53
Si -36.635 9.491 5.522
Si -33.871 12.217 5.565
Si -31.19 -1.378 5.577
Si -28.499 1.297 5.667
Si -31.188 4.014 5.609
Si -28.41 6.754 5.665
Si -31.146 9.461 5.573
Si -28.449 12.165 5.582
Si -25.739 -1.447 5.687
Si -23.012 1.341 5.706
Si -25.688 4.075 5.709
Si -23 6.796 5.656
Si -25.708 9.489 5.65
Si -23.007 12.193 5.669
Si -20.242 -1.412 5.709
Si -17.655 1.344 5.71
Si -20.284 4.062 5.715
Si -17.612 6.794 5.637
Si -20.261 9.476 5.622
Si -17.601 12.191 5.625
Si -14.893 -1.429 5.682
Si -12.224 1.341 5.702
Si -14.89 4.065 5.692
Si -12.196 6.775 5.656
Si -14.899 9.478 5.644
Si -12.232 12.222 5.676
Si -9.496 -1.343 5.657
Si -6.828 1.357 5.592
Si -9.51 4.066 5.685
Si -6.794 6.826 5.653
Si -9.462 9.514 5.631
Si -6.784 12.237 5.619
Si -4.105 -1.395 5.581
Si -1.38 1.325 5.614
Si -4.124 4.107 5.572
Si -1.397 6.806 5.555
Si -4.088 -6.777 5.597
Si -1.432 -4.078 5.567
Si 2.671 0.005 6.896
Si 5.378 2.708 6.838
Si 2.691 5.415 6.899
Si 5.406 -8.165 6.871
Si 2.69 -5.426 6.887
Si 5.4 -2.725 6.86
Si 8.091 0 6.795
Si 10.82 2.718 6.775
Si 8.098 5.442 6.853
Si 10.815 -8.155 6.785
Si 8.111 -5.443 6.831
Si 10.826 -2.712 6.786
Si 13.534 0 6.784
Si 16.26 2.736 6.736
Si 13.541 5.442 6.747
Si 16.251 -8.142 6.739
Si 13.545 -5.413 6.76
Si 16.268 -2.709 6.718
Si 18.981 0.016 6.703
Si 21.712 2.721 6.698
Si 18.96 5.458 6.758
Si 21.652 -8.16 6.748
Si 18.968 -5.442 6.722
Si 21.687 -2.72 6.708
Si 24.466 0.032 6.715
Si 27.172 2.718 6.644
Si 24.41 5.401 6.728
Si 27.152 -8.155 6.682
Si 24.417 -5.403 6.712
Si 27.18 -2.65 6.653
Si 29.894 0.072 6.59
Si 32.61 2.746 6.558
Si 29.911 5.461 6.632
Si 32.645 -8.113 6.583
Si 29.927 -5.394 6.65
Si 32.654 -2.661 6.567
Si 35.353 0.004 6.515
Si 38.046 2.692 6.556
Si 35.296 5.468 6.601
Si 38.029 -8.122 6.549
Si 35.397 -5.4 6.538
Si 38.073 -2.728 6.491
Si 40.755 -0.062 6.585
Si 43.481 2.657 6.634
Si 40.747 5.416 6.594
Si 43.484 -8.147 6.641
Si 40.758 -5.4 6.569
Si 43.47 -2.723 6.619
Si 46.191 -0.003 6.656
Si 48.938 2.709 6.716
Si 46.232 5.437 6.718
Si 48.969 8.165 6.722
Si 46.206 10.878 6.71
Si 48.95 -2.722 6.728
Si 51.693 0.015 6.743
Si -43.491 2.723 6.723
Si -46.264 5.434 6.753
Si -43.525 8.168 6.77
Si -46.217 10.9 6.73
Si -43.516 -2.704 6.746
Si -40.774 0.011 6.761
Si -38.037 2.711 6.811
Si -40.779 5.429 6.789
Si -38.026 8.126 6.845
Si -40.755 10.913 6.831
Si -38.022 -2.718 6.79
Si -35.309 -0.029 6.862
Si -32.578 2.654 6.925
Si -35.278 5.391 6.885
Si -32.545 8.098 6.899
Si -35.281 10.851 6.877
Si -32.528 -2.763 6.935
Si -29.849 -0.067 7
Si -27.097 2.67 6.994
Si -29.815 5.373 6.968
Si -27.058 8.113 7.016
Si -29.81 10.817 6.954
Si -27.102 -2.824 7.002
Si -24.384 -0.052 7.028
Si -21.651 2.688 7.068
Si -24.338 5.43 7.054
Si -21.625 8.129 7.015
Si -24.362 10.832 7.032
Si -21.656 -2.762 7.034
Si -18.942 -0.044 7.099
Si -16.263 2.702 7.045
Si -18.938 5.436 7.05
Si -16.257 8.133 7.023
Si -18.948 10.842 7.016
Si -16.264 -2.778 7.033
Si -13.551 -0.054 7.049
Si -10.868 2.715 7.048
Si -13.543 5.429 7.049
Si -10.829 8.148 6.999
Si -13.566 10.844 7.033
Si -10.863 -2.716 7.011
Si -8.143 0.011 7.013
Si -5.457 2.727 6.945
Si -8.144 5.448 7.01
Si -5.427 8.185 6.986
Si -8.129 10.88 7.001
Si -5.436 -2.729 6.987
Si -2.742 -0.034 6.952
Si -0.021 2.715 6.938
Si -2.742 5.448 6.935
Si -0.028 8.15 6.927
Si -2.739 -5.432 6.97
Si -0.048 -2.713 6.908
Si 1.344 1.365 8.289
Si 4.06 4.072 8.246
Si 1.339 6.786 8.269
Si 4.057 -6.789 8.234
Si 1.336 -4.066 8.257
Si 4.047 -1.357 8.232
Si 6.755 1.36 8.187
Si 9.485 4.08 8.169
Si 6.763 6.808 8.227
Si 9.482 -6.793 8.176
Si 6.773 -4.073 8.207
Si 9.471 -1.346 8.151
Si 12.192 1.378 8.141
Si 14.91 4.096 8.107
Si 12.198 6.812 8.124
Si 14.912 -6.772 8.107
Si 12.199 -4.057 8.139
Si 14.926 -1.351 8.108
Si 17.64 1.383 8.078
Si 20.365 4.098 8.068
Si 17.612 6.827 8.106
Si 20.325 -6.777 8.098
Si 17.63 -4.061 8.078
Si 20.344 -1.341 8.059
Si 23.083 1.381 8.056
Si 25.823 4.072 8.034
Si 23.062 6.806 8.059
Si 25.797 -6.778 8.028
Si 23.068 -4.046 8.067
Si 25.83 -1.323 8.048
Si 28.547 1.391 7.996
Si 31.274 4.096 7.965
Si 28.55 6.819 8.002
Si 31.296 -6.762 7.971
Si 28.545 -4.031 7.984
Si 31.276 -1.306 7.921
Si 33.997 1.379 7.89
Si 36.697 4.089 7.909
Si 33.968 6.839 7.964
Si 36.707 -6.764 7.936
Si 34.017 -4.042 7.903
Si 36.716 -1.357 7.877
Si 39.409 1.342 7.927
Si 42.12 4.061 7.958
Si 39.392 6.82 7.915
Si 42.104 -6.773 7.957
Si 39.402 -4.05 7.929
Si 42.118 -1.37 7.983
Si 44.839 1.343 8.028
Si 47.574 4.065 8.072
Si 44.843 6.816 8.021
Si 47.577 9.515 8.059
Si 44.82 -4.072 8.016
Si 47.556 -1.355 8.04
Si 50.304 1.361 8.081
Si -44.884 4.063 8.082
Si 50.295 6.796 8.099
Si -44.888 9.53 8.113
Si 50.306 -4.089 8.085
Si -44.89 -1.365 8.106
Si -42.157 1.353 8.111
Si -39.422 4.059 8.156
Si -42.171 6.783 8.122
Si -39.42 9.493 8.167
Si -42.164 -4.061 8.136
Si -39.425 -1.373 8.128
Si -36.698 1.331 8.19
Si -33.95 4.016 8.261
Si -36.671 6.756 8.209
Si -33.929 9.463 8.235
Si -36.689 -4.106 8.178
Si -33.95 -1.408 8.232
Si -31.225 1.301 8.313
Si -28.467 4.016 8.347
Si -31.207 6.733 8.292
Si -28.462 9.459 8.337
Si -31.184 -4.143 8.297
Si -28.471 -1.445 8.336
Si -25.752 1.301 8.377
Si -23.009 4.043 8.422
Si -25.725 6.754 8.4
Si -23.001 9.468 8.387
Si -25.74 -4.152 8.388
Si -23.026 -1.411 8.396
Si -20.32 1.31 8.439
Si -17.602 4.061 8.421
Si -20.309 6.766 8.417
Si -17.61 9.484 8.402
Si -20.309 -4.133 8.398
Si -17.589 -1.417 8.433
Si -14.912 1.321 8.401
Si -12.204 4.07 8.42
Si -14.91 6.78 8.405
Si -12.191 9.495 8.381
Si -14.918 -4.128 8.412
Si -12.198 -1.389 8.419
Si -9.5 1.353 8.39
Si -6.782 4.08 8.348
Si -9.495 6.795 8.383
Si -6.779 9.525 8.368
Si -9.495 -4.081 8.362
Si -6.78 -1.358 8.355
Si -4.085 1.362 8.302
Si -1.374 4.087 8.293
Si -4.065 6.814 8.326
Si -1.36 -6.794 8.305
Si -4.08 -4.081 8.35
Si -1.372 -1.366 8.314
Si -0.008 0.009 9.657
Si 2.708 2.734 9.633
Si -0.007 5.443 9.655
Si 2.703 -8.147 9.607
Si 0.004 -5.423 9.646
Si 2.699 -2.702 9.616
Si 5.411 0.017 9.579
Si 8.121 2.734 9.537
Si 5.41 5.456 9.592
Si 8.129 -8.134 9.558
Si 5.418 -5.421 9.583
Si 8.133 -2.694 9.546
Si 10.837 0.021 9.502
Si 13.564 2.746 9.484
Si 10.85 5.461 9.507
Si 13.56 -8.133 9.474
Si 10.847 -5.411 9.511
Si 13.572 -2.694 9.483
Si 16.29 0.028 9.451
Si 19.008 2.742 9.431
Si 16.269 5.463 9.464
Si 18.98 -8.13 9.455
Si 16.282 -5.41 9.452
Si 19 -2.695 9.427
Si 21.722 0.019 9.404
Si 24.454 2.741 9.397
Si 21.716 5.462 9.429
Si 24.436 -8.131 9.388
Si 21.714 -5.406 9.421
Si 24.447 -2.677 9.391
Si 27.197 0.044 9.371
Si 29.909 2.758 9.336
Si 27.182 5.469 9.36
Si 29.917 -8.116 9.328
Si 27.178 -5.394 9.342
Si 29.925 -2.664 9.305
Si 32.641 0.041 9.279
Si 35.341 2.739 9.273
Si 32.62 5.475 9.319
Si 35.35 -8.12 9.296
Si 32.661 -5.386 9.293
Si 35.363 -2.69 9.275
Si 38.046 -0.001 9.283
Si 40.758 2.708 9.31
Si 38.05 5.455 9.279
Si 40.748 -8.149 9.302
Si 38.06 -5.412 9.303
Si 40.748 -2.716 9.329
Si 43.468 -0.015 9.364
Si 46.192 2.705 9.397
Si 43.468 5.432 9.339
Si 46.2 8.156 9.402
Si 43.458 -5.439 9.356
Si 46.187 -2.721 9.386
Si 48.921 -0.006 9.413
Si -46.258 2.712 9.443
Si 48.924 5.429 9.435
Si -46.267 8.158 9.451
Si 48.93 -5.451 9.429
Si -46.262 -2.731 9.452
Si -43.528 -0.013 9.467
Si -40.803 2.689 9.492
Si -43.544 5.416 9.463
Si -40.811 8.129 9.496
Si -43.529 -5.444 9.476
Si -40.799 -2.725 9.495
Si -38.076 -0.041 9.518
Si -35.341 2.658 9.584
Si -38.064 5.394 9.538
Si -35.312 8.1 9.578
Si -38.061 -5.478 9.526
Si -35.327 -2.781 9.56
Si -32.6 -0.076 9.628
Si -29.844 2.639 9.678
Si -32.583 5.363 9.629
Si -29.84 8.079 9.665
Si -32.571 -5.521 9.615
Si -29.834 -2.806 9.683
Si -27.112 -0.087 9.712
Si -24.384 2.652 9.751
Si -27.103 5.364 9.719
Si -24.36 8.103 9.755
Si -27.11 -5.522 9.722
Si -24.387 -2.784 9.75
Si -21.682 -0.063 9.785
Si -18.957 2.682 9.784
Si -21.654 5.392 9.787
Si -18.959 8.125 9.784
Si -21.664 -5.494 9.77
Si -18.963 -2.778 9.782
Si -16.247 -0.04 9.787
Si -13.557 2.688 9.768
Si -16.252 5.417 9.788
Si -13.55 8.142 9.761
Si -16.268 -5.485 9.786
Si -13.56 -2.758 9.769
Si -10.843 -0.014 9.762
Si -8.134 2.727 9.725
Si -10.842 5.438 9.761
Si -8.131 8.161 9.733
Si -10.841 -5.451 9.738
Si -8.136 -2.719 9.723
Si -5.416 0.01 9.7
Si -2.718 2.723 9.664
Si -5.417 5.451 9.693
Si -2.706 -8.149 9.685
Si -5.423 -5.436 9.724
Si -2.712 -2.717 9.695
Si 1.364 -1.343 11.006
Si 4.077 1.379 10.975
Si 1.366 4.097 11.014
Si 4.068 -9.494 10.966
Si 1.373 -6.779 10.994
Si 4.076 -4.057 10.962
Si 6.785 -1.333 10.925
Si 9.496 1.382 10.882
Si 6.785 4.102 10.924
Si 9.506 -9.493 10.885
Si 6.783 -6.771 10.937
Si 9.504 -4.049 10.893
Si 12.22 -1.327 10.846
Si 14.948 1.395 10.825
Si 12.225 4.115 10.859
Si 14.935 -9.48 10.829
Si 12.224 -6.761 10.851
Si 14.947 -4.046 10.826
Si 17.67 -1.322 10.797
Si 20.382 1.385 10.775
Si 17.66 4.11 10.798
Si 20.368 -9.481 10.784
Si 17.651 -6.75 10.814
Si 20.377 -4.034 10.786
Si 23.091 -1.325 10.761
Si 25.826 1.391 10.732
Si 23.108 4.113 10.755
Si 25.825 -9.48 10.721
Si 23.09 -6.76 10.755
Si 25.818 -4.045 10.715
Si 28.571 -1.32 10.687
Si 31.287 1.389 10.66
Si 28.552 4.119 10.702
Si 31.273 -9.477 10.682
Si 28.552 -6.75 10.683
Si 31.289 -4.027 10.65
Si 34.001 -1.322 10.637
Si 36.699 1.382 10.639
Si 34.004 4.115 10.646
Si 36.71 -9.49 10.645
Si 34.008 -6.747 10.655
Si 36.703 -4.046 10.66
Si 39.397 -1.339 10.676
Si 42.107 1.362 10.701
Si 39.407 4.097 10.652
Si 42.1 -9.513 10.68
Si 39.404 -6.78 10.672
Si 42.097 -4.074 10.703
Si 44.825 -1.361 10.74
Si 47.551 1.351 10.765
Si 44.823 4.084 10.725
Si 47.549 6.789 10.774
Si 44.82 9.523 10.729
Si 47.542 -4.088 10.755
Si 50.274 -1.37 10.784
Si -44.917 1.337 10.808
Si -47.636 4.067 10.791
Si -44.926 6.774 10.805
Si -47.642 9.506 10.804
Si -44.913 -4.099 10.824
Si -42.185 -1.384 10.844
Si -39.467 1.305 10.861
Si -42.197 4.042 10.825
Si -39.463 6.751 10.861
Si -42.194 9.486 10.836
Si -39.462 -4.126 10.851
Si -36.724 -1.423 10.877
Si -33.987 1.283 10.947
Si -36.728 4.015 10.915
Si -33.974 6.719 10.957
Si -36.713 9.462 10.893
Si -33.977 -4.164 10.924
Si -31.233 -1.444 10.99
Si -28.49 1.268 11.051
Si -31.231 3.995 11.003
Si -28.49 6.715 11.046
Si -31.223 9.435 11.001
Si -28.487 -4.169 11.061
Si -25.761 -1.439 11.107
Si -23.043 1.288 11.145
Si -25.755 4.001 11.1
Si -23.025 6.738 11.14
Si -25.75 9.444 11.091
Si -23.036 -4.144 11.127
Si -20.328 -1.428 11.147
Si -17.609 1.314 11.151
Si -20.313 4.024 11.162
Si -17.613 6.764 11.161
Si -20.324 9.467 11.156
Si -17.623 -4.136 11.164
Si -14.901 -1.401 11.152
Si -12.196 1.336 11.134
Si -14.901 4.047 11.142
Si -12.199 6.787 11.13
Si -14.91 9.479 11.148
Si -12.199 -4.113 11.124
Si -9.483 -1.372 11.111
Si -6.769 1.366 11.071
Si -9.475 4.08 11.107
Si -6.761 6.802 11.079
Si -9.483 9.517 11.105
Si -6.774 -4.074 11.085
Si -4.051 -1.344 11.062
Si -1.351 1.374 11.031
Si -4.053 4.093 11.041
Si -1.342 6.81 11.033
Si -4.051 -6.795 11.069
Si -1.336 -4.072 11.037
Si 2.726 0.029 12.355
Si 5.436 2.764 12.314
Si 2.732 5.477 12.359
Si 5.426 -8.119 12.315
Si 2.735 -5.408 12.347
Si 5.44 -2.683 12.308
Si 8.149 0.04 12.27
Si 10.865 2.756 12.218
Si 8.143 5.487 12.259
Si 10.865 -8.109 12.218
Si 8.146 -5.393 12.274
Si 10.875 -2.675 12.229
Si 13.592 0.04 12.186
Si 16.327 2.751 12.179
Si 13.594 5.486 12.203
Si 16.303 -8.107 12.173
Si 13.595 -5.392 12.196
Si 16.33 -2.685 12.161
Si 19.047 0.025 12.156
Si 21.757 2.751 12.11
Si 19.02 5.485 12.144
Si 21.733 -8.105 12.123
Si 19.031 -5.388 12.154
Si 21.742 -2.673 12.143
Si 24.462 0.044 12.091
Si 27.186 2.769 12.061
Si 24.469 5.491 12.09
Si 27.179 -8.088 12.056
Si 24.452 -5.382 12.093
Si 27.191 -2.667 12.032
Si 29.933 0.037 12.034
Si 32.647 2.76 12
Si 29.911 5.492 12.043
Si 32.652 -8.103 12.008
Si 29.924 -5.38 12.014
Si 32.643 -2.67 12.011
Si 35.351 0.033 12.01
Si 38.052 2.744 12.011
Si 35.364 5.477 12.007
Si 38.045 -8.133 12.033
Si 35.351 -5.396 12.034
Si 38.044 -2.691 12.038
Si 40.744 0.013 12.06
Si 43.458 2.725 12.07
Si 40.74 5.457 12.046
Si 43.452 -8.167 12.067
Si 40.744 -5.431 12.062
Si 43.447 -2.719 12.075
Si 46.178 -0.002 12.114
Si 48.909 2.707 12.132
Si 46.178 5.425 12.114
Si 48.909 8.136 12.146
Si 46.173 10.87 12.109
Si 48.901 -2.736 12.121
Si 51.631 -0.021 12.16
Si -43.569 2.686 12.18
Si -46.293 5.419 12.166
Si -43.58 8.123 12.174
Si -46.281 10.855 12.173
Si -43.558 -2.75 12.193
Si -40.838 -0.047 12.227
Si -38.114 2.641 12.237
Si -40.85 5.388 12.197
Si -38.102 8.098 12.225
Si -40.839 10.833 12.203
Si -38.102 -2.785 12.214
Si -35.369 -0.093 12.259
Si -32.616 2.614 12.319
Si -35.364 5.353 12.291
Si -32.603 8.057 12.327
Si -35.356 10.798 12.269
Si -32.611 -2.832 12.296
Si -29.872 -0.108 12.376
Si -27.117 2.608 12.43
Si -29.859 5.33 12.377
Si -27.121 8.061 12.415
Si -29.865 10.777 12.389
Si -27.129 -2.828 12.443
Si -24.402 -0.097 12.497
Si -21.675 2.645 12.514
Si -24.394 5.356 12.474
Si -21.68 8.095 12.52
Si -24.405 10.799 12.469
Si -21.683 -2.798 12.514
Si -18.971 -0.061 12.505
Si -16.248 2.679 12.511
Si -18.96 5.387 12.528
Si -16.263 8.125 12.535
Si -18.98 10.823 12.54
Si -16.26 -2.767 12.517
Si -13.542 -0.035 12.507
Si -10.829 2.717 12.47
Si -13.551 5.421 12.499
Si -10.833 8.152 12.477
Si -13.554 10.848 12.5
Si -10.84 -2.741 12.474
Si -8.117 0.008 12.444
Si -5.405 2.739 12.412
Si -8.109 5.446 12.455
Si -5.404 8.167 12.439
Si -8.12 10.884 12.458
Si -5.404 -2.707 12.426
Si -2.689 0.019 12.421
Si 0.016 2.737 12.387
Si -2.698 5.456 12.406
Si 0.026 8.184 12.37
Si -2.678 -5.432 12.412
Si 0.021 -2.699 12.388
Si 1.389 1.388 13.746
Si 4.11 4.134 13.712
Si 1.395 6.849 13.734
Si 4.1 -6.75 13.712
Si 1.395 -4.052 13.733
Si 4.098 -1.329 13.695
Si 6.813 1.414 13.648
Si 9.518 4.127 13.583
Si 6.799 -9.475 13.651
Si 9.515 -6.759 13.606
Si 6.812 -4.026 13.665
Si 9.521 -1.321 13.608
Si 12.24 1.397 13.558
Si 14.985 4.132 13.537
Si 12.25 -9.445 13.555
Si 14.981 -6.727 13.544
Si 12.254 -4.026 13.569
Si 14.982 -1.322 13.509
Si 17.715 1.394 13.523
Si 20.422 4.136 13.459
Si 17.692 -9.449 13.511
Si 20.403 -6.733 13.506
Si 17.715 -4.008 13.53
Si 20.409 -1.319 13.538
Si 23.111 1.392 13.469
Si 25.823 4.117 13.431
Si 23.12 -9.455 13.448
Si 25.82 -6.728 13.438
Si 23.115 -4.024 13.488
Si 25.832 -1.325 13.409
Si 28.561 1.399 13.376
Si 31.297 4.12 13.358
Si 28.549 -9.45 13.386
Si 31.305 -6.728 13.36
Si 28.56 -4.014 13.367
Si 31.294 -1.319 13.39
Si 34.009 1.415 13.361
Si 36.721 4.125 13.377
Si 34.027 -9.453 13.354
Si 36.7 -6.76 13.399
Si 33.995 -4.02 13.382
Si 36.694 -1.319 13.396
Si 39.383 1.39 13.404
Si 42.09 4.09 13.413
Si 39.381 -9.496 13.413
Si 42.09 -6.804 13.423
Si 39.386 -4.053 13.409
Si 42.095 -1.35 13.43
Si 44.816 1.383 13.453
Si 47.543 4.067 13.485
Si 44.799 -9.529 13.445
Si 47.529 9.499 13.476
Si 44.787 -4.086 13.441
Si 47.534 -1.377 13.469
Si 50.257 1.346 13.502
Si -44.946 4.046 13.526
Si 50.256 6.77 13.527
Si -44.95 9.464 13.545
Si 50.258 -4.09 13.494
Si 52.983 -1.385 13.534
Si -42.236 1.313 13.555
Si -39.519 3.998 13.556
Si -42.245 6.741 13.532
Si -39.496 9.446 13.56
Si -42.223 -4.141 13.557
Si -39.486 -1.45 13.567
Si -36.77 1.246 13.589
Si -34.015 3.956 13.645
Si -36.767 6.723 13.602
Si -34.002 9.423 13.634
Si -36.76 -4.158 13.579
Si -34.01 -1.48 13.6
Si -31.264 1.246 13.696
Si -28.502 3.962 13.753
Si -31.251 6.681 13.699
Si -28.5 9.407 13.753
Si -31.267 -4.177 13.696
Si -28.531 -1.481 13.762
Si -25.779 1.254 13.842
Si -23.055 3.992 13.863
Si -25.767 6.718 13.808
Si -23.067 9.448 13.863
Si -25.781 -4.191 13.831
Si -23.045 -1.457 13.884
Si -20.311 1.286 13.89
Si -17.591 4.03 13.891
Si -20.329 6.732 13.894
Si -17.622 9.475 13.917
Si -20.352 -4.159 13.912
Si -17.632 -1.425 13.88
Si -14.896 1.319 13.877
Si -12.178 4.07 13.845
Si -14.908 6.755 13.892
Si -12.195 9.49 13.855
Si -14.904 -4.124 13.884
Si -12.187 -1.399 13.864
Si -9.455 1.373 13.823
Si -6.737 4.092 13.803
Si -9.457 6.802 13.828
Si -6.753 9.529 13.812
Si -9.479 -4.091 13.833
Si -6.755 -1.348 13.793
Si -4.05 1.391 13.773
Si -1.33 4.103 13.757
Si -4.039 6.812 13.795
Si -1.313 9.526 13.764
Si -4.027 -4.063 13.771
Si -1.314 -1.337 13.775
Si 0.053 0.025 15.139
Si 2.755 2.778 15.081
Si 0.034 5.49 15.089
Si 2.753 8.22 15.1
Si 0.061 -5.427 15.102
Si 2.751 -2.676 15.087
Si 5.471 0.053 15.016
Si 8.173 2.801 14.986
Si 5.482 5.504 15.072
Si 8.144 -8.088 14.993
Si 5.46 -5.362 15.057
Si 8.192 -2.669 15.014
Si 10.88 0.056 14.942
Si 13.626 2.762 14.879
Si 10.879 5.52 14.892
Si 13.61 -8.064 14.899
Si 10.886 -5.378 14.926
Si 13.643 -2.656 14.895
Si 16.369 0.003 14.863
Si 19.124 2.76 14.836
Si 16.356 5.515 14.875
Si 19.058 -8.088 14.874
Si 16.37 -5.363 14.883
Si 19.082 -2.682 14.933
Si 21.793 0.039 14.881
Si 24.459 2.767 14.807
Si 21.773 5.51 14.808
Si 24.441 -8.066 14.81
Si 21.756 -5.364 14.871
Si 24.478 -2.635 14.819
Si 27.201 0.039 14.729
Si 29.932 2.76 14.705
Si 27.176 5.518 14.738
Si 29.942 -8.082 14.697
Si 27.174 -5.312 14.743
Si 29.922 -2.684 14.738
Si 32.664 0.061 14.72
Si 35.373 2.767 14.724
Si 32.681 5.492 14.675
Si 35.354 -8.111 14.773
Si 32.646 -5.371 14.748
Si 35.338 -2.668 14.761
Si 38.032 0.042 14.777
Si 40.714 2.761 14.779
Si 38.026 5.483 14.797
Si 40.723 -8.141 14.791
Si 38.032 -5.398 14.779
Si 40.725 -2.7 14.789
Si 43.433 0.034 14.788
Si 46.183 2.715 14.845
Si 43.439 5.427 14.798
Si 46.156 -8.188 14.82
Si 43.43 -5.451 14.8
Si 46.139 -2.728 14.796
Si 48.891 -0.024 14.839
Si 51.606 2.697 14.882
Si 48.888 5.41 14.879
Si 51.607 8.106 14.918
Si 48.9 10.856 14.829
Si 51.604 -2.738 14.877
Si 54.32 -0.036 14.926
Si -40.893 2.657 14.929
Si -43.604 5.391 14.907
Si -40.895 8.086 14.889
Si -43.59 10.809 14.91
Si -40.859 -2.803 14.925
Si -38.132 -0.12 14.944
Si -35.407 2.57 14.957
Si -38.173 5.349 14.911
Si -35.393 8.066 14.962
Si -38.148 10.81 14.915
Si -35.393 -2.821 14.94
Si -32.65 -0.168 14.981
Si -29.88 2.572 15.071
Si -32.631 5.283 15.005
Si -29.873 8.021 15.067
Si -32.649 10.767 15.011
Si -29.919 -2.844 15.101
Si -27.167 -0.152 15.146
Si -24.405 2.606 15.222
Si -27.13 5.319 15.115
Si -24.436 8.082 15.21
Si -27.154 10.739 15.162
Si -24.411 -2.861 15.219
Si -21.67 -0.092 15.249
Si -18.923 2.643 15.249
Si -21.698 5.351 15.237
Si -18.984 8.096 15.276
Si -21.734 10.791 15.269
Si -18.981 -2.792 15.264
Si -16.261 -0.065 15.224
Si -13.53 2.71 15.214
Si -16.254 5.392 15.281
Si -13.544 8.127 15.233
Si -16.265 10.856 15.277
Si -13.527 -2.781 15.248
Si -10.814 0.002 15.169
Si -8.083 2.741 15.179
Si -10.806 5.434 15.191
Si -8.107 8.175 15.191
Si -10.824 10.849 15.2
Si -8.113 -2.701 15.158
Si -5.407 0.036 15.137
Si -2.692 2.753 15.13
Si -5.394 5.46 15.172
Si -2.662 8.169 15.145
Si -5.363 -5.43 15.143
Si -2.677 -2.698 15.136
O 2.814 0.123 22.132
O 0.897 -1.232 23.187
O 4.217 2.139 23.023
O 8.005 -2.981 -5.907
O 17.495 2.545 24.152
O 1.39 4.149 23.448
O 2.943 5.539 21.996
O 4.699 7.082 23.215
O 16.449 -7.34 25.408
O 1.769 -6.675 23.521
O 17.914 7.986 -6.264
O 2.996 -4.729 22.504
O 7.102 -1.864 23.275
O 13.944 -7.604 -5.979
O 6.069 5.536 24.937
O 6.284 3.883 22.886
O 8.237 5.484 22.163
O 2.705 5.132 -6.082
O 9.237 1.657 -5.547
O 4.325 -6.157 24.252
O 10.262 -3.515 22.968
O 15.227 -4.238 23.206
O 10.956 5.629 -3.524
O 5.4 -1.784 25.24
O 14.332 -3.684 -1.418
O 11.927 6.921 25.106
O 10.684 1.765 22.886
O 13.924 -2.211 -3.649
O 14.021 5.758 21.939
O 16.066 7.853 21.978
O 11.153 4.807 -6.025
O 12.24 -4.096 -3.049
O 14.115 1.57 -6.539
O 11.828 -1.025 23.109
O 6.962 -0.767 -5.232
O 5.402 2.976 25.186
O 15.038 3.564 24.705
O 3.186 5.202 -3.509
O 6.69 6.205 -5.482
O 6.687 0.423 26.046
O 11.078 0.206 25.412
O 12.583 3.72 22.694
O 20.504 -0.819 -3.404
O 20.48 7.594 25.798
O 4.903 -5.792 -6.07
O 11.954 -6.444 -4.559
O 11.689 -7.593 23.117
O 8.397 -5.204 22.186
O 10.111 -7.466 25.319
O 19.792 -1.491 23.685
O 12.746 -6.762 -1.438
O 10.445 4.043 24.043
O 17.218 -7.568 -3.918
O 17.569 -3.061 -6.825
O 15.44 1.895 22.754
O 1.432 4.886 26.045
O 4.278 3.255 -5.227
O 20.057 6.746 -1.684
O 8.552 0.129 22.328
O 15.306 -7.301 -2.111
O 13.708 0.245 21.903
O 3.597 6.859 -1.422
O 2.602 -2.928 -0.336
O 13.592 -6.021 22.486
O 9.398 5.253 26.058
O 15.954 -1.082 -2.618
O -0.456 -7.618 -5.539
O 13.07 4.635 26.083
O 4.384 7.141 -6.401
O 6.483 -3.962 -2.176
O 13.311 5.26 -4.588
O 9.576 -0.919 -4.987
O 15.567 -5.585 -6.681
O 11.663 -4.087 -5.64
O 8.127 4.057 -5.307
O -4.397 7.461 -5.319
O 22.118 -7.196 -5.769
O 1.597 -5.988 -3.503
O 11.654 0.618 -5.937
O 16.38 -3.923 -4.799
O 9.065 -4.018 -1.506
O 11.811 7.291 -5.375
O -2.75 7.568 -3.213
O 15.644 5.023 -3.387
O 20.117 -4.038 23.316
O 19.611 5.204 25.141
O 17.647 -0.408 -0.904
O -38.334 -3.33 25.248
O 13.708 7.259 -0.967
O 7.769 2.277 -3.446
O 16.905 6.899 -2.09
O -0.04 -5.433 -0.269
O 20.613 4.793 -3.444
O -15.173 4.496 -1.1
O -44.315 1.151 23.114
O 4.251 -4.802 -1.146
O 20.488 0.998 -1.474
O 7.645 -2.012 -0.853
O 38.134 7.868 -3.37
O 6.614 2.085 -5.809
O 5.378 5.324 -0.392
O 7.073 3.513 -1.232
O -45.235 1.888 -4.487
O 8.077 8.109 -0.436
O 21.83 3.826 25.122
O 6.346 -6.434 -1.243
O 5.331 -0.776 -0.678
O -37.006 3.255 -5.461
O 23.701 0.701 -5.241
O -36.9 -7.911 22.938
O 13.514 2.733 -0.466
O -7.024 -4.256 -6.426
O -0.804 -3.387 25.606
O 3.391 -1.145 -2.522
O 13.395 7.99 -3.487
O 11.134 -2.387 25.179
O 10.797 -5.486 -0.393
O 9.836 6.347 -1.295
O -10.817 5.291 -5.702
O 14.421 2.884 -4.271
O 16.464 -2.562 21.852
O 48.123 7.077 22.692
O 21.349 2.888 22.559
O -23.223 0.807 -1.017
O 35.082 -0.236 -3.965
O 16.584 4.273 22.598
O 18.913 5.41 22.011
O 20.572 6.891 23.252
O 32.936 -5.879 25.152
O 29.463 -2.528 -3.56
O 18.005 -3.124 24.667
O 24.24 6.991 -5.76
O 21.959 -2.63 22.139
O -39.58 -1.364 -2.811
O -13.19 7.697 -0.271
O 21.766 -6.449 25.6
O 23.522 4.025 23.158
O 24.838 5.651 21.708
O 18.79 0.342 -5.088
O 31.094 5.079 -3.114
O 23.888 -7.731 23.055
O 27.695 7.551 -5.785
O 31.719 -4.243 22.881
O 23.963 -7.95 25.637
O 20.418 -2.798 25.756
O 13.412 -1.007 25.18
O 30.716 -7.101 24.298
O 26.515 1.581 23.167
O 26.92 7.217 22.288
O 33.204 3.867 22.815
O 30.996 7.009 22.98
O 19.079 -6.589 25.208
O 28.631 1.591 -5.522
O 29.967 -5.523 21.564
O 27.938 -1.482 22.728
O 25.345 -4.289 -5.823
O 26.784 1.493 25.702
O 17.422 1.151 -2.951
O 25.54 -3.115 25.813
O 34.147 -3.193 24.417
O 31.597 -2.383 24.589
O 30.67 -4.738 25.397
O 29.59 5.229 21.804
O 31.573 1.137 -1.485
O -46.344 2.866 -0.513
O 21.646 2.435 -4.405
O 18.965 2.797 -4.266
O 33.426 -0.628 24.941
O 26.377 0.282 -5.173
O 28.038 -6.767 22.685
O 24.821 -5.415 22.182
O 28.675 7.525 24.189
O 28.532 -2.116 -1.217
O 27.364 -5.718 -0.343
O 27.589 3.268 21.751
O 31.98 -5.167 -5.487
O 35.437 7.916 -3.708
O 31.045 1.959 22.98
O -12.803 1.451 23.47
O 28.752 -0.976 -5.719
O 16.546 -4.859 25.913
O 36.449 6.776 -1.691
O -33.397 5.668 -0.825
O 23.469 -0.721 23.138
O 33.016 -7.291 -4.097
O 29.914 0.02 21.888
O 4.235 0.568 25.049
O -19.583 -6.249 23.291
O 33.262 6.672 -2.978
O 33.936 -0.66 -1.578
O 33.755 3.66 25.347
O 26.253 5.339 -5.398
O 22.964 1.626 24.23
O 24.072 -5.277 25.463
O -6.679 4.234 -2.291
O 20.413 4.17 -5.92
O -10.402 -4.819 -3.22
O 39.308 -1.36 -2.187
O 34.047 1.75 -2.751
O -9.109 7.247 -6.213
O 21.425 7.433 -3.811
O 34.435 -8.035 24.848
O 27.073 -0.058 -0.509
O 16.204 -5.291 -0.402
O 25.195 -4.668 -1.165
O 26.388 3.865 24.462
O -32.15 3.626 -5.618
O 24.62 -0.062 25.374
O 31.004 1.474 25.561
O 28.841 5.463 -4.47
O 40.93 -2.165 25.063
O 39.482 2.283 -5.819
O 24.85 -1.789 -5.044
O 30.512 -3.878 -1.484
O -28.054 -4.671 -1.141
O 32.845 -2.847 -6.088
O 30.942 -1.339 -1.794
O 32.441 -0.145 -3.591
O 18.925 2.613 -0.347
O 29.517 3.084 -3.618
O -3.872 -1.827 -3.849
O -11.729 6.699 23.576
O 36.929 5.687 -4.14
O -31.04 -4.264 -5.817
O 34.026 -7.427 -1.646
O 29.875 0.501 -3.418
O -10.007 -0.845 -1.148
O 20.657 -4.516 -1.498
O 35.407 -1.936 -5.908
O 24.242 -2.258 -1.165
O 24.157 2.667 -3.57
O -36.032 -1.801 -1.145
O 21.821 5.345 -0.494
O -19.302 -0.363 22.657
O 25.891 6.282 -1.07
O 24.355 -8.088 -0.391
O 22.607 -6.183 -0.992
O 21.89 -1.139 -1.156
O 26.075 4.094 -2.416
O 26.867 -6.328 -6.589
O 29.883 2.824 -0.524
O -12.345 -4.701 23.122
O 17.517 4.328 -1.598
O 27.853 -2.456 25.192
O -11.316 -4.197 25.553
O 42.419 3.358 24.785
O -22.647 6.451 -1.154
O -6.469 -1.094 -5.195
O 35.253 0.194 22.177
O 33.226 -1.617 22.576
O 36.798 2.302 23.065
O 40.832 2.546 -3.596
O -42.068 3.069 25.763
O -37.397 1.434 25.055
O 35.156 5.416 21.975
O 36.739 6.96 23.231
O -42.594 5.531 25.057
O 33.551 -6.849 22.798
O -44.207 -7.761 -4.898
O -1.34 -1.771 -3.295
O 36.489 -3.619 23.133
O 39.233 -1.513 23.137
O -24.411 -4.945 25.943
O 47.678 -3.831 22.96
O 37.31 4.707 24.439
O 39.096 3.532 22.932
O 40.752 5.42 22.132
O 33.075 5.95 24.443
O 45.22 6.912 -6.394
O 39.367 -6.799 23.142
O 42.388 -3.951 22.662
O -36.584 -3.928 23.387
O 47.672 0.775 -1.397
O 38.27 -4.782 -6.38
O 46.162 5.391 22.057
O 44.945 2.307 -5.58
O 40.796 0.135 21.995
O -17.422 -6.059 -6.572
O -28.679 -5.318 -5.755
O 40.994 8.078 24.647
O 43.789 4.572 -6.564
O 45.933 -5.429 21.997
O 44.371 -2.059 22.898
O 31.217 3.931 24.582
O -16.85 7.687 -7.011
O -48.877 -3.422 -3.115
O -35.348 5.385 21.738
O 43.527 -1.944 25.381
O 46.027 -2.779 24.756
O -20.977 -2.358 23.213
O 1.69 -7.176 -1.144
O 48.485 3.889 -6.552
O 44.007 4.808 26.325
O 41.793 -2.907 -4.122
O 37.279 -7.134 -5.76
O -47.179 -1.307 25.399
O -15.027 -0.922 -1.043
O 38.828 -5.964 -4.042
O 43.624 -6.403 22.858
O 40.732 -5.387 21.511
O 42.7 6.968 23.04
O -46.251 -8.133 -3.354
O 46.047 -7.962 -0.555
O -8.215 2.468 -3.318
O 47.455 1.725 22.994
O 45.048 -1.986 -4.982
O 45.111 -4.302 -6.207
O -46.516 8.125 -5.942
O 2.014 7.704 -3.278
O 41.998 -1.345 -6.233
O 41.519 -5.747 24.407
O -45.002 7.277 -1.291
O 46.035 3.191 26.239
O 42.371 4.396 -2.637
O 5.087 -5.842 -3.425
O 26.238 -7.629 24.348
O 46.018 -0.162 22.013
O 45.883 0.739 -3.423
O 35.239 -2.663 -0.582
O 0.209 -3.817 -3.14
O -41.506 6.915 -5.716
O 45.763 -7.117 25.987
O -28.291 -8 25.381
O -48.025 7.239 24.563
O -44.505 3.795 25.359
O -13.137 3.971 -5.929
O -25.965 -7.003 25.844
O 39.742 0.216 25.163
O -9.568 -6.864 -4.639
O -22.96 -1.089 -5.396
O -25.49 1.274 25.207
O 3.517 5.26 24.644
O 38.844 0.82 -3.673
O 39.194 -6.77 25.726
O 37.416 -1.353 -4.151
O -26.032 1.176 -2.531
O 47.927 -1.018 -3.265
O -0.689 3.553 -5.231
O -2.732 7.811 -0.015
O 42.346 -4.062 -1.787
O 35.198 -5.289 21.665
O -5.42 2.731 22.449
O -9.18 -0.828 23.215
O 41.864 5.835 25.31
O -47.844 2.59 -4.842
O 48.718 2.442 25.088
O -38.383 1.387 -6.821
O -42.999 -3.688 -2.728
O -12.251 0.428 -0.85
O 40.453 -3.408 -6.388
O 47.18 -4.412 -1.61
O -3.981 -1.703 -1.21
O -22.624 3.994 -2.169
O -47.961 -1.332 -1.656
O -24.382 4.761 25.675
O 36.407 1.925 -1.621
O -48.408 4.461 -1.111
O 47.77 6.488 -1.444
O 46.74 0.787 25.443
O 48.209 -5.925 -3.673
O 32.453 -5.462 -0.719
O -46.778 -7.06 -1.058
O -0.297 6.039 -5.873
O -26.044 -3.742 -2.554
O 36.502 -4.89 -4.502
O -44.748 1.131 -1.463
O -33.347 -1.851 26.12
O 23.759 3.679 -1.177
O 37.384 3.816 -6.086
O 38.232 5.323 -0.594
O -25.554 -0.199 23.02
O -28.74 5.622 25.432
O 41.036 7.805 -0.527
O -14.345 -0.39 -3.562
O 39.442 -6.858 -1.714
O -28.733 3.797 -5.681
O -20.031 -6.072 -6.03
O 42.193 1.979 -1.496
O -15.684 -5.322 25.829
O 46.35 2.74 -0.368
O 42.667 5.538 -0.342
O 6.289 -7.664 -5.074
O 44.078 -4.148 -3.759
O 45.659 7.534 -3.914
O 43.959 -5.87 -0.66
O 42.112 -6.972 -6.032
O 46.654 -3.889 -4.118
O -45.459 -3.014 -3.565
O -46.34 -0.132 22.037
O -15.827 2.985 22.489
O 40.202 3.675 -1.261
O -44.767 7.51 23.1
O 29.36 -3.516 23.483
O -48.289 3.902 23.038
O -46.409 5.564 22.201
O -46.69 2.663 24.688
O -30.777 5.742 -6.135
O -48.085 -7.161 22.864
O -33.107 -2.585 -5.789
O -44.913 -3.117 22.639
O -43.712 -3.724 24.767
O -42.473 -2.134 22.955
O -42.939 -5.678 26.141
O -35.139 -4.321 25.431
O -43.378 7.937 25.348
O -42.762 3.684 23.243
O -40.966 5.232 22.058
O -7.85 -5.239 22.379
O -36.19 5.233 -4.065
O -42.505 -7.484 23.007
O -40.196 -5.166 26.078
O -33.948 -4.063 23.056
O 4.663 7.207 -3.812
O -44.331 -1.15 24.437
O -13.852 2.357 25.837
O -33.254 7.004 22.132
O -40.834 -0.142 22.195
O -35.966 0.924 -5.941
O -27.517 0.489 -4.484
O -44.99 -4.545 -1.36
O -39.484 2.47 -4.759
O -28.74 7.268 -5.824
O -35.357 -5.927 21.988
O 8.602 -5.334 26.322
O -47.514 -1.566 -4.285
O 28.75 4.771 -1.802
O -36.721 -8.135 25.584
O -46.468 1.32 -6.702
O -40.218 7.608 -3.559
O -35.039 -1.968 24.208
O 47.331 -5.021 25.335
O -0.287 5.44 -3.401
O -37.143 3.924 22.756
O -25.646 2.325 -4.911
O -5.293 -2.607 25.657
O -27.788 2.91 -3.447
O -38.661 -3.209 -1.1
O -47.907 -2.022 22.921
O -33.608 -7.095 -4.877
O -36.472 5.034 -1.431
O -39.932 1.685 25.315
O -48.764 -5.466 -0.437
O -40.935 -5.527 22.151
O -38.856 6.058 23.133
O -33.789 -2.037 -2.502
O -36.48 -7.089 -1.333
O -39.008 1.79 22.956
O -33.129 -0.117 24.237
O -29.584 7.909 -3.143
O -30.616 -3.26 25.57
O -33.607 1.884 22.766
O -45.065 -0.71 -4.742
O -0.652 0.988 23.26
O -44.503 -6.318 24.188
O -28.33 6.657 -1.288
O -34.616 7.933 24.116
O -21.317 5.902 -3.37
O 30.083 -3.257 -5.836
O -21.056 3.458 -4.245
O -35.587 0.011 22.238
O -32.434 4.919 -3.297
O -46.216 -2.639 -0.274
O -32.338 6.721 24.536
O -26.686 4.996 -0.207
O 0.549 -1.746 -1.422
O 0.938 1.319 -5.753
O -33.651 4.629 25.538
O -47.729 5.846 -5.867
O -16.979 0.766 -6.309
O -10.351 -1.407 26.297
O -31.489 -1.359 -1.344
O -8.365 -2.653 -0.278
O -33.003 2.433 -3.473
O -40.453 -3.946 -2.715
O -23.586 -5.483 -6.691
O -41.757 -5.748 -3.857
O -41.002 1.567 -6.717
O -48.78 7.949 -4.352
O -38.913 7.53 -5.782
O -27.349 -5.681 -3.534
O -43.124 -5.771 -6.023
O -36.343 -3.964 -5.819
O -37.914 -0.038 -0.419
O -23.547 1.34 23.357
O 0.048 8.062 22.455
O -33.456 6.84 -5.915
O -11.055 5.635 -0.331
O -35.976 -3.38 -3.242
O -23.604 1.306 -6.3
O -37.8 6.854 -2.867
O 44.434 1.698 24.706
O -3.688 4.522 23.327
O -41.033 -4.366 -6.144
O -34.55 -4.024 -1.071
O 16.576 1.773 -5.309
O -31.056 1.598 23.597
O -15.156 6.386 -2.95
O -33.543 1.026 -1.322
O -0.177 1.775 -3.426
O -31.841 7.179 -2.14
O -32.462 -5.532 -0.253
O -34.945 4.697 -6.245
O 11.799 4.562 -1.26
O 22.677 0.61 -2.878
O -30.485 -7.244 -0.93
O -1.556 6.092 23.259
O -47.574 6.85 -1.491
O -11.546 3.428 -3.989
O -20.951 -0.365 -0.504
O -41.027 -2.346 -0.787
O -43.422 0.844 -6.107
O -39.71 -0.178 -5.148
O -43.323 5.5 -0.387
O -41.199 3.815 -0.687
O -39.704 6.248 -1.292
O -40.757 -7.931 -0.382
O 37.759 7.27 25.565
O -42.052 -5.757 -1.296
O -39.491 4.99 -3.623
O 4.718 -2.752 22.839
O -39.601 1.822 -1.411
O -38.075 -2.366 -4.658
O -35.175 2.897 -0.473
O -10.243 1.574 22.864
O -41.291 3.119 -3.141
O -34.381 8.129 -0.42
O 7.916 3.554 24.832
O -2.989 -6.653 -1.619
O -37.903 -5.407 -0.104
O -35.285 7.216 -2.639
O -14.755 -3.582 -5.356
O -30.438 3.161 -3.71
O -29.895 -0.307 21.821
O -31.105 -1.878 23.43
O -28.503 1.25 23.282
O -12.999 -1.575 -5.474
O -12.398 0.954 -4.694
O -32.119 4.333 23.311
O -30.278 5.435 21.902
O -28.196 6.134 23.08
O -17.379 -6.864 24.664
O -32.197 -7.298 23.188
O -4.95 0.961 -4.387
O -30.235 -5.745 22.316
O -28.532 -4.235 23.402
O -26.954 -2.374 22.641
O -26.517 -3.554 24.939
O -19.166 -5.248 25.709
O -23.534 -7.154 24.844
O -26.725 4.412 24.427
O -24.602 4.983 22.47
O -22.88 -3.328 -3.865
O -1.235 -5.181 -6.224
O -26.497 -7.57 23.372
O -23.216 -3.739 23.406
O -17.757 -4.469 23.557
O 1.18 -4.422 -5.578
O -28.639 -1.896 24.592
O -19.408 0.367 25.172
O -21.458 7.866 25.535
O -17.619 3.145 -5.39
O -20.173 -1.885 -4.71
O -21.545 2.591 22.388
O -1.503 -1.339 24.203
O -37.62 -1.621 23.123
O -5.782 -3.767 23.3
O 47.772 -7.395 24.399
O -48.729 5.502 -3.474
O 10.808 -5.022 25.059
O -29.229 3.633 23.826
O -17.714 -1.575 -5.607
O -29.001 5.282 -3.457
O -37.371 5.628 -6.522
O -16.393 -4.907 -3.649
O -9.047 0.885 25.171
O -22.695 -1.758 25.096
O -19.65 4.111 23.397
O 19.687 -7.154 -4.767
O -22.149 -7.552 -5.795
O -34.94 0.662 -3.524
O -21.86 -0.632 -2.926
O 8.881 1.573 -1.241
O -18.773 -5.723 -2.849
O -24.374 -3.087 -5.995
O -3.221 -3.397 24.337
O -21.673 -7.696 22.976
O -2.24 -6.345 -4.103
O -23.172 6.758 23.708
O -19.549 1.427 -6.04
O -20.321 -7.566 -3.868
O 48.787 -0.137 24.191
O -7.58 -6.863 -6.211
O -14.627 -6.83 -1.46
O -16.832 5.597 -5.456
O -17.423 1.159 23.579
O -32.788 2.212 25.323
O 26.926 6.649 -3.328
O -26.103 6.794 25.223
O -8.011 5.61 22.369
O -20.922 5.393 -6.046
O -31.165 4.786 25.809
O 14.49 -3.15 -6.646
O -3.386 6.524 25.029
O -45.628 -4.956 26.103
O -4.491 4.707 -0.942
O -29.704 -2.832 -0.251
O -17.755 4.375 25.278
O 43.994 -4.36 24.452
O -14.92 -2.872 -2.851
O -33.067 -5.901 25.771
O -19.637 6.182 24.941
O -44.564 -5.485 -3.708
O -14.892 -7.806 25.553
O 31.094 7.174 -1.612
O 43.668 0.031 -0.6
O -19.739 7.674 -6.213
O -30.593 -0.593 25.753
O -24.663 2.834 -0.097
O 27.097 5.843 25.935
O -29.03 -1.002 -5.887
O -12.324 7.625 25.904
O 43.564 7.846 25.436
O -26.094 -4.922 -5.865
O 12.549 2.43 24.803
O -10.712 1.297 -2.674
O 17.62 -6.724 23.103
O -24.873 -1.705 -3.712
O -5.274 -3.593 -2.71
O -22.82 -4.224 -1.289
O 30.751 6.999 25.669
O -12.834 5.811 -4.068
O -19.026 5.102 -4.253
O -3.363 2.192 -6.029
O 12.748 -3.937 23.837
O -45.374 6.108 -4.783
O 47.538 6.265 -5.39
O -7.523 1.198 23.116
O -16.771 -0.956 -2.924
O -29.763 1.548 -6.437
O -4.994 -6.801 23.175
O -9.312 -5.92 25.861
O -17.595 0.89 -1.252
O -29.706 2.692 -0.241
O 38.411 3.465 -3.732
O -25.852 -0.184 -0.311
O -25.939 -6.18 -1.305
O 35.356 -2.766 -3.437
O 45.828 -1.147 -1.563
O 6.255 -6.329 25.991
O -11.6 3.302 24.942
O 27.39 -2.991 -5.04
O 1.742 7.592 -6.409
O -21.181 1.765 -2.232
O -24.377 -2.473 -0.143
O 6.193 -4.201 24.41
O -26.336 -0.628 -6.47
O -36.616 6.012 24.285
O 2.792 2.786 25.176
O -12.092 -6.578 -2.158
O -24.329 -8.094 -0.328
O 21.637 -6.207 -3.382
O -43.103 -0.863 -1.172
O -9.135 3.942 -1.283
O -19.058 -2.47 -0.144
O -15.333 -1.345 -6.688
O 24.481 5.769 -3.448
O -19.018 2.791 -0.227
O 20.72 -1.173 -6.014
O -15.09 -6.321 23.429
O -31.017 4.762 -1.132
O -13.636 -7.955 -3.677
O 35.443 6.107 25.556
O -20.612 -6.804 -1.288
O -31.511 -2.587 -3.734
O 40.658 -7.818 -3.921
O -27.054 -1.33 -2.208
O -14.198 -1.428 23.438
O -16.128 -2.838 22.384
O 23.029 -4.132 -2.584
O -27.228 -2.256 -4.571
O -7.451 -7.194 24.477
O 15.565 -2.463 25.638
O 7.211 -5.247 -4.849
O -18.312 -3.218 -3.596
O -7.219 -4.597 -1.457
O -33.037 -4.668 -4.095
O -2.444 0.109 -4.769
O 19.668 2.588 25.624
O -10.731 -2.769 22.402
O -48.037 4.762 25.537
O -6.843 -5.338 -4.032
O 39.869 -1.335 -4.78
O -9.88 1.608 -5.083
O -45.766 -5.766 -5.924
O -9.438 4.043 23.716
O 15.415 4.55 -5.983
O -26.914 -7.284 -5.507
O -20.501 4.881 -1.01
O -12.871 -6.203 25.133
O -0.957 -3.699 23.094
O -9.794 7.882 25.134
O 23.746 4.45 -5.759
O -37.458 0.036 -3.866
O -6.138 7.195 23.261
O 25.106 6.388 24.253
O 21.991 -0.536 25.377
O -0.272 -0.938 -5.926
O -27.187 7.122 -3.682
O -21.789 5.402 26.269
O -17.772 5.969 23.182
O -2.767 -5.479 22.359
O -4.59 -1.474 23.273
O 0.421 -0.008 25.476
O -11.682 -5.656 -5.469
O -2.849 -7.191 -6.562
O 35.356 -5.583 24.448
O 2.059 -1.004 -4.802
O 28.811 2.595 24.398
O -14.686 6.987 -5.551
O -41.159 4.305 -5.519
O 9.456 3.921 -2.252
O -38.524 3.872 24.742
O 44.701 4.324 -1.443
O -30.74 -7.208 25.784
O 15.41 5.349 -0.7
O -16.284 7.979 22.37
O -23.273 2.15 -3.872
O -0.563 2.318 26.083
O -11.664 0.845 25.699
O 2.689 -3.432 -3.738
O -9.747 -6.668 23.326
O -35.251 0.068 25.864
O -42.166 1.498 -1.285
O -7.32 2.036 -0.923
O 22.973 -2.872 25.53
O -1.942 4.35 25.263
O -6.117 -1.123 -2.605
O -18.852 -3.809 -6.09
O -17.653 -1.407 24.454
O 9.84 7.026 23.41
O 44.366 3.73 23
O -9.824 -6.228 -1.039
O 12.4 -1.917 -1.47
O 41.79 -5.479 -3.914
O -13.836 -3.619 24.929
O 14.004 -4.91 -4.726
O -31.644 -6.689 -3.163
O -2.759 0.057 22.143
O -15.396 -1.519 25.768
O -13.5 -2.746 -0.058
O 43.855 6.705 -2.183
O 6.705 -6.651 23.395
O -11.85 -1.024 -3.074
O 38.334 2.438 25.217
O 24.66 4.884 26.237
O -5.203 -7.978 25.476
O 32.588 5.192 -0.89
O 17.812 -7.079 -1.388
O 19.8 0.957 22.986
O 48.599 -2.699 25.06
O 14.504 0.306 -4.318
O -7.695 -2.889 -3.568
O 4.568 -1.867 -4.721
O 1.785 3.288 -4.381
O -29.531 1.78 25.749
O 34.736 3.917 -1.543
O -5.17 -6.271 -5.842
O -16.818 4.37 -3.123
O -32.391 -0.089 -3.417
O -17.146 6.218 -1.203
O -5.509 0.177 -0.178
O -3.059 2.66 -0.071
O -13.605 2.612 -0.238
O -45.877 -2.64 -6.2
O -9.45 -4.343 -5.661
O -11.597 -4.251 -1.011
O -40.675 -6.959 -5.729
O 36.313 -3.499 25.794
O -35.65 -1.478 -4.99
O 18.252 7.361 24.436
O -28.161 0.784 -1.066
O -1.481 -3.441 -1.189
O -13.882 -5.273 -3.489
O 42.682 1.727 22.779
O -4.797 5.864 -3.278
O -1.453 1.091 -1.279
O -18.832 8.011 -0.223
O -1.08 6.117 -0.997
O 29.393 -7.762 -0.429
O 33.412 1.73 -6.714
O 19.027 -2.669 -0.474
O -17.376 -4.129 -1.297
O -24.719 -5.651 22.445
O 5.643 0.001 -3.175
O -2.612 5.461 -4.739
O 4.034 1.241 -1.479
O 26.728 -3.756 23.017
O -20.813 -2.899 -2.328
O 36.172 -4.683 -1.894
O -13.739 5.15 22.574
O 37.936 0.102 -0.648
O -43.185 0.532 -3.496
O -6.34 6.584 -1.248
O -8.177 -8.106 -0.313
O 34.047 -4.974 -3.685
O -8.386 -0.196 -3.705
O 47.445 2.276 -4.757
O -2.834 2.214 -3.353
O 2.468 -4.575 25.086
O 10.003 2.567 26.054
O -26.17 6.615 -6.041
O -35.315 2.715 25.833
O -7.291 1.355 -5.531
O -0.464 -7.516 -2.573
O 43.452 6.259 -4.636
O -12.885 -1.408 25.756
O 43.308 -7.574 -3.754
O 16.158 -1.442 -5.176
O -31.262 -8.087 -5.589
O 8.162 -2.354 -3.38
O -34.211 -6.578 -2.501
O 1.031 4.646 -1.208
O -42.361 0.618 24.879
O 31.655 3.863 -6.664
O -46.416 -5.316 22.034
O -25.866 2.516 22.876
O -39.187 -3.736 22.877
O -21.386 -5.299 -3.23
O 10.73 -0.096 -0.487
O 9.377 -5.116 -6.414
O -19.3 -0.705 -2.526
O 25.495 -3.416 -3.284
O 47.094 -7.465 -5.63
O -23.715 3.841 -5.95
O 34.637 1.377 26.139
O 48.844 1.285 -6.746
O -5.186 0.515 -6.95
O -48.395 -6.309 -5.929
O 31.251 1.807 -5.172
O 15.427 1.088 -1.27
O -10.557 5.51 25.651
O 4.45 7.47 25.836
O -24.494 -7.874 -6.943
O 14.239 -5.83 25.079
O -9.236 3.189 26.258
O 18.448 0.352 25.165
O -18.053 1.131 -3.871
O 18.946 6.74 -4.117
O 46.399 0.12 -5.889
O 18.645 -2.233 -4.611
O 34.357 -6.208 -6.021
O 42.595 6.949 -6.97
O 17.611 -0.47 22.795
O 4.598 0.588 -5.515
O -2.324 -2.279 -5.855
O -1.287 3.626 -1.865
O 25.445 1.681 -1.529
O -44.785 1.195 25.665
O 2.543 2.815 -0.233
O 35.845 3.319 -3.875
O 38.367 -1.98 25.518
O -45.946 3.851 -6.078
O -21.411 -4.076 25.197
O 35.927 -0.876 25.538

Results
total energy: -609920.506 eV
total energy less fixed offsets of O -438.25, Si -107.07 eV per atom: -1.306 eV

Forces (eV/angstrom) on atoms 1907 to 2587 of the 3024, counted in the order above; the others are left out for length: element, x, y, z
Si 0.006 0 0.001
Si -0.007 -0.003 -0.001
Si 0.006 -0.004 0.001
Si 0.007 0.003 -0.005
Si -0.002 0.001 -0.003
Si 0.016 0 -0.001
Si 0.012 -0.003 0.009
Si -0.019 -0.014 0
Si -0.01 0.006 0.001
Si 0.002 -0.003 0.004
Si 0.012 0.006 -0.004
Si -0.002 -0.002 0.002
Si -0.002 -0.006 -0.009
Si 0.003 -0.002 -0.006
Si 0.001 -0.002 -0.007
Si 0.005 0.006 -0.01
Si 0.004 -0.001 0.001
Si 0.005 -0.005 0.001
Si -0.001 0.007 -0.001
Si 0.005 0.012 -0.008
Si -0.002 -0.009 0.002
Si 0.005 0.012 -0.004
Si -0.003 -0.011 -0.002
Si -0.011 0.003 0.002
Si 0.004 -0.004 -0.002
Si 0 -0.009 -0.006
Si 0.003 0.003 -0.001
Si -0.002 0.003 -0.006
Si 0.003 0.003 -0.004
Si 0.004 0 0
Si 0.004 0.01 -0.001
Si -0.011 0 -0.001
Si -0.007 0 0.005
Si -0.006 0.001 0.002
Si -0.003 -0.014 0.002
Si 0.001 -0.001 0
Si 0.007 0.006 0.002
Si 0.002 0.002 -0.003
Si 0.012 -0.012 0.008
Si -0.006 -0.003 0.005
Si -0.004 0 0.006
Si -0.003 -0.001 0.009
Si 0.006 -0.007 0.003
Si 0.002 0.003 -0.001
Si -0.001 0.004 0.001
Si 0.001 0.007 -0.003
Si 0.007 -0.002 0.002
Si 0.012 0.001 0.002
Si 0.003 -0.004 0.001
Si -0.002 0.012 0.003
Si 0.013 -0.009 0
Si 0.01 -0.001 -0.002
Si 0.006 -0.01 0.007
Si 0.007 -0.019 0.008
Si 0.002 0.001 0.008
Si 0.006 -0.006 -0.007
Si 0.011 -0.008 0.005
Si -0.009 -0.005 -0.005
Si -0.012 0.005 -0.005
Si -0.005 0.011 0.007
Si -0.01 0.005 0.002
Si 0.002 0.001 0.007
Si 0.008 -0.002 0.01
Si 0.016 0.009 -0.001
Si 0.013 -0.009 0.002
Si -0.001 0.008 0.01
Si 0.01 -0.005 0.005
Si 0.009 -0.012 0.002
Si -0.005 0.009 0.001
Si 0.002 -0.006 0.007
Si 0.002 -0.015 0.002
Si 0.001 -0.007 0.003
Si -0.011 0.001 -0.002
Si -0.002 0.005 0.01
Si 0.001 -0.002 0.001
Si -0.001 -0.008 -0.003
Si -0.005 -0.015 -0.001
Si -0.01 0.012 0.003
Si -0.003 0 -0.002
Si 0.006 0 0.005
Si 0.015 0.008 -0.002
Si 0.009 0.002 0.001
Si -0.001 0.016 0.007
Si 0.003 0 -0.004
Si 0.008 -0.011 -0.001
Si 0.01 -0.006 0.001
Si -0.007 0.007 0.004
Si 0 0.002 0.002
Si 0.003 0 0
Si 0.001 -0.002 0.003
Si -0.006 0.007 0
Si 0.005 -0.001 0.011
Si -0.003 0 0
Si -0.01 0.005 -0.004
Si 0.001 -0.012 0.005
Si 0.005 0.004 0.005
Si -0.004 -0.005 -0.001
Si -0.009 -0.003 0
Si -0.001 0.008 0.005
Si -0.006 0 -0.004
Si -0.005 0.01 -0.003
Si 0.004 0.001 0.006
Si -0.001 0.002 -0.001
Si 0.012 -0.018 -0.006
Si 0.007 -0.012 -0.004
Si -0.009 0.01 -0.001
Si -0.012 -0.001 -0.002
Si -0.006 0 -0.006
Si -0.008 0.005 -0.006
Si -0.002 -0.004 -0.018
Si -0.014 0.001 0.008
Si -0.008 0.003 0.003
Si 0.007 0.003 -0.001
Si -0.009 -0.004 -0.001
Si -0.012 0.015 0.001
Si -0.003 0.008 0
Si -0.01 -0.001 0.016
Si -0.013 0.022 0.004
Si -0.02 -0.007 -0.002
Si -0.018 0.02 0
Si 0.019 -0.002 0.001
Si -0.002 -0.001 0.008
Si -0.007 -0.007 0.007
Si 0.008 -0.015 -0.005
Si 0.003 -0.004 0.003
Si -0.008 -0.007 0.004
Si -0.003 0.001 0.009
Si -0.001 0.002 0.002
Si -0.006 0.01 0.008
Si -0.003 0.002 0.002
Si 0.006 -0.001 0.003
Si -0.008 0.006 0.005
Si -0.007 0.006 0.01
Si 0.011 0.003 0.008
Si -0.005 -0.009 0.009
Si 0.009 -0.015 0
Si 0.015 -0.013 0.007
Si -0.012 0.003 0.002
Si -0.011 0.008 0.002
Si -0.001 0.004 0
Si -0.004 0.021 -0.002
Si 0.006 0.007 0.006
Si -0.005 0.006 0.005
Si 0.011 -0.008 -0.003
Si 0.014 -0.003 -0.003
Si 0.004 -0.008 0.009
Si 0.003 0.003 0.001
Si -0.005 0.01 -0.002
Si 0.001 -0.006 -0.004
Si -0.005 -0.003 0.002
Si -0.011 0.002 -0.003
Si 0.007 0 0.002
Si -0.004 0.001 -0.003
Si 0 -0.002 0.012
Si -0.006 0.013 0.004
Si -0.002 0.001 0.006
Si 0.005 0.011 -0.003
Si -0.01 -0.007 0.001
Si -0.007 -0.005 0
Si -0.005 0.006 0
Si -0.002 0.006 -0.003
Si -0.009 0.002 0.01
Si -0.007 -0.007 0.006
Si 0.009 0.005 0.006
Si -0.012 -0.014 0.003
Si 0.007 0.022 0.006
Si -0.008 -0.006 0.005
Si -0.004 -0.017 0.014
Si 0.002 0.003 -0.004
Si -0.006 -0.01 0.008
Si -0.008 -0.007 0.009
Si 0.003 -0.008 0.01
Si -0.008 0.005 -0.005
Si -0.016 -0.006 0.012
Si 0.004 0.008 0.014
Si 0.008 0.009 0.009
Si -0.002 0.01 0
Si 0 -0.003 0.002
Si -0.008 0.006 0.001
Si -0.021 0.009 0.005
Si 0.01 -0.002 0.001
Si -0.012 -0.004 0.009
Si 0.001 0.005 0.007
Si -0.005 0.007 0.003
Si 0.007 0.002 -0.003
Si -0.011 0 0.014
Si -0.002 -0.004 -0.001
Si -0.011 -0.008 0.005
Si -0.014 0.001 0.003
Si -0.008 -0.007 0.003
Si -0.004 -0.012 0.012
Si 0.008 0.004 0.003
Si 0.01 0.008 0.009
Si 0.006 -0.001 0.004
Si 0 -0.004 0
Si 0.003 0.004 0.003
Si -0.012 0 0.014
Si 0.002 -0.002 0.01
Si 0.002 0.006 -0.003
Si 0.004 -0.011 0.001
Si 0 -0.001 0.005
Si 0 0.005 0.01
Si 0.001 -0.006 0.002
Si -0.001 -0.003 0.007
Si 0.003 0.007 0
Si -0.001 -0.001 0.004
Si 0.001 0.01 0.009
Si 0 0.006 0.003
Si 0.011 0.002 0.011
Si 0.009 0.003 0.006
Si -0.003 -0.002 0.003
Si 0.007 -0.003 0.004
Si 0.003 -0.001 0.006
Si 0.003 -0.006 0.007
Si 0.004 0.001 -0.004
Si 0.018 0.016 -0.003
Si 0.02 0.004 0.012
Si 0.022 0.008 0.01
Si -0.01 -0.013 0.005
Si 0.005 -0.011 0.01
Si 0.006 -0.002 -0.001
Si 0.01 -0.017 0
Si -0.007 -0.011 0.003
Si 0.007 0.003 -0.006
Si -0.014 -0.012 -0.013
Si 0.007 -0.011 0.009
Si 0.016 0.005 -0.001
Si 0.017 -0.004 -0.005
Si 0 -0.001 0.007
Si -0.007 -0.008 0.008
Si 0.015 -0.001 -0.002
Si 0.01 0.021 -0.006
Si -0.002 -0.009 -0.004
Si 0.004 0.005 0.006
Si 0.005 -0.01 0
Si -0.006 0.011 -0.001
Si 0.004 -0.003 -0.01
Si 0.009 -0.01 0.007
Si -0.004 -0.009 0.004
Si 0.01 -0.005 -0.005
Si 0.007 0.013 0.002
Si 0.002 0.008 0.002
Si 0 0.002 -0.01
Si 0.001 0.011 0
Si -0.004 0.002 0.001
Si -0.003 0.014 -0.002
Si 0 -0.001 0.002
Si 0.001 0.001 -0.001
Si -0.004 -0.018 0.003
Si -0.008 -0.01 0
Si -0.001 -0.008 0.005
Si 0.003 0.007 -0.001
Si -0.001 0.002 0.001
Si -0.007 -0.005 0
O -0.114 0.072 0.331
O 0.056 -0.498 0.216
O 0.12 0.449 -0.013
O -0.194 0.276 -0.407
O 0.115 0.103 -0.021
O -0.086 -0.143 0.183
O 0.166 0.037 0.016
O 0.188 0.575 0.098
O -0.374 -0.364 -0.04
O -0.064 -0.305 0.552
O 0.333 -0.004 0.115
O -0.758 0.1 -0.184
O 0.008 -0.047 0.191
O -0.098 -0.088 0.228
O 0.63 0.374 0.208
O 0.091 -0.333 -0.105
O -0.221 -0.054 -0.05
O -0.088 -0.326 -0.191
O 0.107 0.076 -0.302
O -0.1 -0.335 0.281
O -0.324 0.171 0.11
O 0.242 0.152 0.463
O -0.364 0.093 -0.156
O -0.057 -0.276 0.28
O 0.408 0.153 -0.042
O 0.255 -0.027 -0.057
O 0.435 0.092 0.177
O -0.502 -0.103 -0.191
O 0.125 -0.118 0.482
O 0.029 -0.082 0.227
O -0.037 -0.192 -0.056
O -0.172 -0.327 0.119
O 0.124 0.398 -0.067
O -0.252 -0.055 0.119
O -0.046 0.382 -0.158
O 0.336 0.046 0.785
O 0.029 0.342 0.235
O -0.011 -0.11 0.071
O 0.143 -0.123 0.227
O 0.001 -0.128 -0.458
O -0.323 0.199 -0.44
O 0.467 -0.064 0.247
O -0.206 -0.367 -0.124
O 0.283 -0.281 0.306
O -0.382 0.199 0.244
O -0.185 -0.098 0.088
O -0.345 0 0.253
O 0.202 0.018 0.383
O -0.314 -0.165 -0.067
O 0.304 -0.08 0.038
O -0.192 0.312 -0.394
O -0.144 0.56 -0.277
O -0.165 0.341 -0.317
O -0.354 -0.103 0.012
O 0.042 -0.291 0.412
O -0.471 0.07 -0.121
O -0.053 -0.09 0.293
O -0.176 0.151 -0.168
O -0.126 0.126 0.347
O 0.1 0.248 -0.218
O -0.038 0.053 0.28
O -0.313 0.226 -0.039
O -0.066 -0.1 -0.426
O 0.267 -0.083 -0.042
O 0.021 0.38 -0.37
O 0.392 -0.375 0.321
O 0.519 0.102 0.257
O -0.044 0.032 -0.033
O -0.153 -0.037 -0.493
O -0.088 0.181 -0.067
O 0.222 0.031 0.398
O 0.428 -0.09 0.218
O 0.298 -0.135 -0.34
O -0.045 0.446 -0.068
O 0.379 0.114 0.365
O -0.182 -0.103 0.07
O 0.794 0.305 0.143
O 0.16 -0.044 -0.341
O 0.015 -0.006 0.423
O 0.132 -0.452 0.399
O 0.452 -0.35 -0.467
O -0.428 0.088 -0.792
O 0.152 -0.33 0.232
O -0.028 0.025 -0.16
O -0.31 -0.457 0.359
O -0.577 -0.051 -0.193
O 0.132 0.196 -0.265
O -0.168 0.285 0.266
O -0.696 -0.093 0.019
O -0.22 -0.724 0.055
O 0.557 -0.067 0.097
O 0.047 0.035 -0.376
O -0.228 -0.187 0.324
O -0.095 0.119 -0.366
O 0.419 0.347 0.111
O -0.511 -0.243 -0.146
O -0.328 0.492 -0.551
O 0.579 -0.089 0.163
O 0.177 -0.057 -0.035
O 0.223 -0.221 -0.197
O -0.172 -0.143 -0.216
O 0.013 0.016 -0.048
O 0.171 0.377 0.593
O -0.129 -0.066 -0.534
O 0.486 0.145 0.271
O -0.234 -0.231 -0.196
O -0.048 0.184 0.216
O -0.192 -0.053 0.467
O -0.398 -0.013 -0.144
O -0.561 0.014 0.232
O -0.415 0.03 -0.41
O 0.4 0.37 -0.053
O 0.349 -0.256 -0.306
O -0.727 0.12 0.436
O 0.202 -0.556 0.005
O -0.135 0.048 0.707
O 0.183 -0.187 -0.044
O 0.299 0.015 -0.399
O 0.109 -0.085 0.274
O -0.37 -0.202 0.442
O -0.158 0.257 0.379
O -0.197 -0.026 0.216
O -0.226 0.491 -0.19
O -0.404 0.165 -0.465
O 0.2 0.445 -0.378
O -0.478 0.47 0.155
O 0.12 -0.162 0.505
O 0.273 0.243 0.174
O 0.228 0.375 0.294
O 0.209 -0.164 0.005
O -0.277 0.013 -0.346
O -0.228 0.317 0.256
O 0.247 -0.034 0.256
O 0.081 0.448 0.446
O -0.106 -0.247 -0.442
O 0.004 0.062 -0.664
O 0.126 -0.049 0.472
O 0.036 0.112 0.179
O -0.091 0.17 -0.865
O 0.258 -0.144 -0.388
O -0.14 -0.122 0.194
O 0.263 0.259 0.268
O 0.772 -0.293 0.192
O 0.019 -0.382 0.509
O 0.054 -0.565 0.495
O 0.354 0.268 -0.061
O -0.311 0.19 -0.507
O -0.626 -0.606 0.261
O 0.321 -0.153 0.156
O -0.636 -0.415 -0.147
O 0.17 -0.237 0.159
O 0.156 0.401 -0.097
O -0.111 0.335 -0.04
O -0.066 -0.039 0.285
O -0.568 0.233 0.05
O -0.441 -0.233 0.004
O 0.091 0.107 0.243
O 0.293 0.266 -0.11
O -0.027 0.001 -0.468
O -0.265 -0.22 0.237
O -0.101 0.421 0.214
O -0.328 0.12 0.4
O -0.123 -0.002 0.311
O 0.32 -0.177 -0.261
O -0.103 0.056 -0.466
O -0.067 0.105 -0.025
O -0.141 0.242 0.022
O -0.157 0.573 -0.193
O 0.041 0.184 0.486
O -0.517 0.539 0.432
O 0.022 0.058 0.304
O -0.244 -0.088 0.164
O -0.653 -0.053 -0.143
O -0.041 0.171 -0.61
O -0.183 -0.014 0.486
O -0.246 0.045 0.114
O -0.174 0.303 -0.666
O 0.596 0.363 0.154
O -0.685 -0.219 -0.081
O 0.292 0.064 -0.16
O 0.082 -0.109 0.159
O -0.433 0.337 0.113
O 0.02 -0.399 -0.18
O 0.323 0.11 0.093
O -0.309 0.024 -0.053
O 0.298 -0.254 0.144
O -0.466 -0.251 -0.261
O -0.177 0.134 0.053
O 0.507 -0.23 -0.343
O 0.168 0.167 -0.094
O 0.218 -0.001 -0.062
O 0.079 -0.446 -0.338
O -0.08 0.041 0.031
O 0.254 -0.234 -0.319
O 0.026 0.105 -0.688
O -0.091 0.597 -0.113
O 0.223 0.655 -0.118
O 0.376 -0.292 -0.313
O -0.274 0.144 -0.172
O 0.096 -0.224 -0.068
O 0.851 -0.016 -0.007
O -0.053 -0.085 -0.166
O -0.066 -0.126 -0.275
O -0.041 0.019 -0.188
O -0.253 -0.398 -0.308
O -0.488 0.095 -0.264
O -0.603 -0.318 -0.053
O 0.396 -0.321 0.152
O 0.118 -0.443 -0.151
O 0.006 -0.219 -0.339
O 0.139 -0.316 -0.267
O 0.361 -0.301 -0.261
O -0.568 -0.15 0.289
O -0.001 -0.051 -0.455
O -0.235 -0.217 -0.272
O -0.026 0.279 0.474
O 0.241 -0.063 0.496
O -0.024 -0.021 -0.885
O 0.048 -0.09 -0.475
O -0.386 -0.153 0.131
O -0.275 0.028 -0.332
O 0.047 0.169 0.004
O 0.135 0.066 -0.285
O 0.039 -0.234 -0.023
O 0.662 -0.118 -0.212
O -0.465 -0.08 -0.184
O 0.011 0.131 -0.315
O -0.022 0.232 -0.26
O 0.422 0.04 -0.31
O 0.322 0.169 -0.059
O 0.06 0.367 -0.39
O -0.167 -0.117 0.013
O -0.138 0.153 -0.102
O -0.033 0.482 -0.198
O 0.498 -0.289 -0.036
O 0.259 -0.028 -0.43
O -0.359 0.091 -0.177
O -0.261 -0.281 0.097
O 0.433 -0.27 -0.072
O -0.17 0.09 0.265
O -0.047 -0.094 -0.352
O -0.135 -0.306 0.109
O 0.226 -0.098 -0.416
O 0.506 0.206 0.246
O 0.139 0.333 0.267
O -0.33 -0.093 -0.117
O -0.107 -0.05 -0.22
O 0.294 -0.688 -0.557
O 0.136 -0.042 0.325
O -0.427 -0.088 -0.05
O 0.096 -0.267 0.314
O 0.466 -0.127 -0.437
O -0.156 0.313 0.464
O -0.041 -0.462 -0.347
O 0.064 0.029 0.173
O -0.04 0.299 0.227
O 0.351 0.103 -0.456
O -0.248 0.025 -0.084
O 0.433 -0.334 -0.132
O 0.227 0.203 0.125
O 0.559 0.462 0.294
O -0.65 -0.337 0.286
O 0.315 -0.072 0
O 0.749 0.347 0.144
O -0.332 -0.147 0.311
O 0.357 -0.275 0.351
O -0.261 -0.274 0.422
O -0.413 0.228 0.022
O 0.068 0.231 -0.545
O -0.24 0.044 0.271
O -0.308 0.569 0.438
O 0.064 -0.433 -0.386
O 0.177 -0.025 -0.213
O -0.077 0.182 -0.159
O 0.367 -0.151 0.271
O -0.314 -0.094 0.253
O 0.044 0.013 0.387
O 0.112 0.11 0.252
O -0.033 0.049 0.172
O -0.062 -0.548 0.138
O -0.562 -0.059 -0.119
O -0.025 -0.011 0.308
O -0.35 -0.063 0.025
O -0.211 0.48 0.103
O -0.601 -0.269 0.208
O 0.532 -0.264 -0.072
O -0.107 0.022 0.531
O 0.112 0.432 0.217
O 0.16 0.235 0.223
O 0.26 -0.162 0.179
O 0.699 -0.137 0.047
O 0.265 0.389 0.199
O 0.33 0.33 -0.206
O 0.287 0.254 0.408
O -0.377 -0.326 0.315
O 0.665 -0.185 -0.244
O 0.166 0.625 -0.026
O 0.358 0.456 0.215
O -0.402 -0.321 0.378
O 0.095 -0.151 -0.231
O 0.645 0.205 0.04
O -0.282 -0.023 -0.078
O -0.048 -0.151 -0.451
O 0.165 0.113 -0.392
O -0.314 0.477 -0.072
O -0.053 0.261 0.362
O -0.458 -0.414 -0.183
O -0.246 -0.729 -0.426
O -0.042 0.064 -0.127
O 0.39 0.07 0.235
O -0.232 0.153 0.186
O 0.12 0.192 -0.503
O 0.855 0.111 -0.335
O 0.206 0.001 -0.356
O -0.358 0.193 -0.232
O 0.166 0.388 0.493
O -0.15 0.126 0.576
O -0.434 0.041 0.096
O -0.023 0.089 -0.118
O -0.15 -0.237 -0.202
O -0.659 0.169 0.152
O 0.068 -0.112 -0.276
O -0.295 0.012 -0.23
O 0.56 -0.071 -0.385
O -0.178 0.497 0.223
O -0.581 -0.28 0.081
O -0.14 0.437 0.385
O 0.436 0.212 -0.1
O 0.194 -0.282 0.586
O 0.183 0.173 0.284
O 0.038 0.023 0.076
O 0.089 -0.194 0.053
O -0.192 0.128 0.171
O -0.192 0.359 0.28
O 0.021 -0.136 -0.283
O 0.716 0.193 0.16
O 0.031 0.133 -0.336
O -0.463 -0.172 -0.313
O -0.398 -0.308 0.017
O -0.132 0.227 -0.101
O -0.073 -0.016 0.259
O -0.237 -0.105 0.271
O 0.16 -0.344 0.641
O -0.623 -0.287 -0.14
O -0.293 -0.123 0.679
O 0.056 0.017 0.754
O -0.049 -0.316 -0.285
O 0.079 0.458 0.329
O 0.099 -0.539 0.067
O 0.207 -0.142 -0.212
O -0.778 -0.102 0.002
O 0.107 -0.346 -0.145
O -0.847 -0.042 0.473
O -0.266 0.141 -0.239
O 0.024 -0.099 -0.432
O 0.418 -0.007 -0.198
O 0.087 -0.415 -0.335
O -0.353 -0.111 -0.474
O -0.022 -0.665 0.434
O 0.177 -0.286 0.307
O -0.297 -0.045 -0.627
O 0.578 0.294 -0.162
O -0.168 -0.254 -0.144
O 0.309 0.107 0.098
O -0.215 0.047 -0.158
O -0.228 -0.183 -0.8
O 0.718 -0.017 -0.037
O -0.226 0.084 -0.263
O -0.522 0.232 -0.264
O 0.149 0.091 -0.238
O 0.27 0.012 0.241
O 0.292 0.51 0.032
O -0.105 -0.146 -0.779
O -0.134 0.482 0.07
O -0.381 0.354 -0.118
O 0.254 0.372 0.061
O -0.28 0.526 -0.223
O 0.029 -0.165 -0.312
O -0.008 0.16 0.081
O 0.37 0.204 -0.382
O -0.186 -0.211 0.032
O 0.457 -0.086 -0.099
O 0.368 -0.231 0.361
O 0.059 0.004 0.58
O 0.274 -0.119 -0.348
O 0.191 0.575 -0.297
O 0.174 0.054 -0.112
O -0.438 0.061 0.347
O -0.276 -0.123 0.356
O -0.008 0.129 0.447
O -0.29 0.026 -0.26
O -0.032 0.149 0.121
O 0.019 -0.375 -0.218
O -0.572 0.079 0.282
O 0.174 0.099 0.509
O 0.109 -0.475 -0.411
O 0.371 -0.221 0.368
O -0.266 -0.155 0.555
O -0.57 0.384 0.388
O -0.379 0.139 0.009
O 0.163 0.187 -0.014
O 0.335 -0.26 0.386
O -0.188 -0.133 0.031
O -0.143 -0.014 0.067
O 0.118 0.228 0.415
O 0.016 -0.616 0.244
O -0.061 -0.023 0.169
O 0.073 -0.151 0.554
O -0.007 -0.219 -0.229
O 0.322 -0.287 0.262
O -0.02 -0.256 -0.588
O 0.452 -0.036 0.468
O 0.118 -0.013 0.202
O -0.116 -0.027 0.466
O -0.563 -0.021 -0.046
O -0.063 0.321 -0.032
O -0.021 0.113 0.561
O 0.177 -0.016 -0.361
O -0.175 -0.054 0.268
O -0.271 -0.571 -0.106
O 0.712 0.054 0.365
O -0.026 -0.009 -0.224
O 0.085 -0.072 0.198
O -0.261 0.214 -0.235
O 0.03 0.064 -0.288
O -0.295 0.398 -0.145
O -0.322 0.736 0.101
